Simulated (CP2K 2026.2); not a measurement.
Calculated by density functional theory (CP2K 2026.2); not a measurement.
Periodic cell of 3456 atoms, Si2304O1152, from a study of silicon, its oxide and their interface. The atomic structure is a simulated model.
Doubt: the forces sum to 8.77 eV/angstrom along one axis rather than to zero, so they err by at least 0.0025 eV/angstrom per atom on average; the grid cutoff is modest.

Settings
functional: PBE
method: Gaussian and plane waves
basis set: DZVP-MOLOPT-SR-GTH
pseudopotentials: GTH-PBE
grid cutoff: 300 Ry, relative cutoff 40 Ry
k points: Gamma only
occupations: fixed
spin: none
net charge: 0

Cell vectors (angstrom)
a	130.56	0	0
b	0	16.32	0
c	-0.5553	-0.3008	27.8746

Atoms: element, x, y, z (angstrom)
Si	1.839	-1.558	0.609
Si	3.609	1.656	0.562
Si	1.357	3.871	0.584
Si	3.665	6.891	0.312
Si	1.56	-7.085	0.609
Si	4.093	-3.769	0.46
Si	6.965	-0.986	0.497
Si	9.359	1.747	0.684
Si	7.062	3.927	0.735
Si	9.117	6.88	0.85
Si	6.887	9.001	0.653
Si	9.755	11.655	0.704
Si	12.337	-1.758	0.729
Si	14.513	1.641	0.836
Si	12.478	4.039	0.741
Si	15.259	6.54	0.909
Si	12.054	9.554	0.839
Si	14.648	12.45	1.01
Si	2.766	0.041	2.032
Si	5.362	2.713	1.793
Si	2.591	5.431	1.81
Si	5.293	7.887	1.883
Si	2.859	-5.436	1.722
Si	5.562	-2.528	1.803
Si	8.224	0.164	2.036
Si	10.887	2.851	2.033
Si	8.017	5.415	2.244
Si	10.763	8.053	2.082
Si	8.045	10.667	1.944
Si	10.754	-2.907	2.01
Si	13.398	-0.041	2.035
Si	16.195	2.605	2.181
Si	13.576	5.498	2.158
Si	16.356	8.25	2.011
Si	13.486	10.822	2.192
Si	16.248	-2.734	2.237
Si	1.302	1.321	3.324
Si	3.997	4.077	3.19
Si	1.327	6.759	3.272
Si	4.08	9.469	3.184
Si	1.499	-4.108	3.188
Si	4.182	-1.317	3.309
Si	6.714	1.425	3.314
Si	9.492	4.093	3.471
Si	6.573	6.717	3.472
Si	9.379	9.411	3.436
Si	6.781	12.251	3.197
Si	9.452	-1.404	3.32
Si	12.093	1.345	3.421
Si	14.885	4.068	3.517
Si	12.138	6.776	3.477
Si	14.924	9.484	3.445
Si	12.093	12.177	3.509
Si	14.847	-1.303	3.472
Si	0.007	0.001	4.709
Si	2.674	2.721	4.61
Si	-0.017	5.4	4.611
Si	2.688	8.157	4.602
Si	0.115	-5.382	4.642
Si	2.779	-2.729	4.603
Si	5.443	0.028	4.725
Si	8.061	2.724	4.749
Si	5.257	5.338	4.759
Si	7.998	8.087	4.782
Si	5.406	10.864	4.585
Si	8.078	-2.755	4.683
Si	10.75	-0.041	4.762
Si	13.478	2.687	4.815
Si	10.802	5.43	4.858
Si	13.516	8.143	4.806
Si	10.718	10.808	4.822
Si	13.486	-2.731	4.804
Si	1.142	-1.395	11.44
Si	3.836	1.324	11.562
Si	1.15	4.047	11.486
Si	3.869	6.732	11.558
Si	1.157	9.467	11.438
Si	3.872	-4.116	11.542
Si	6.606	-1.393	11.568
Si	9.306	1.343	11.626
Si	6.573	4.018	11.596
Si	9.288	6.746	11.622
Si	6.588	9.433	11.588
Si	9.337	-4.125	11.587
Si	12.071	-1.375	11.615
Si	14.802	1.356	11.63
Si	12.051	4.069	11.634
Si	14.78	6.79	11.683
Si	12.087	9.465	11.624
Si	14.807	-4.097	11.613
Si	2.431	-0.055	12.883
Si	5.144	2.704	12.968
Si	2.479	5.378	12.921
Si	5.192	8.076	12.962
Si	2.457	-5.5	12.847
Si	5.224	-2.745	12.909
Si	7.896	-0.005	12.967
Si	10.687	2.701	12.981
Si	7.924	5.354	12.986
Si	10.673	8.11	12.96
Si	7.983	10.777	12.915
Si	10.675	-2.731	12.938
Si	13.438	-0.002	12.971
Si	16.122	2.733	13.018
Si	13.373	5.432	13.035
Si	16.205	8.137	13.011
Si	13.483	10.823	12.968
Si	16.165	-2.71	12.953
Si	0.976	1.292	14.209
Si	3.75	4.011	14.397
Si	1.067	6.733	14.227
Si	3.751	-6.879	14.266
Si	1.031	-4.152	14.15
Si	3.807	-1.41	14.264
Si	6.458	1.324	14.331
Si	9.315	4.017	14.375
Si	6.504	6.659	14.35
Si	9.324	9.44	14.34
Si	6.596	-4.18	14.191
Si	9.309	-1.334	14.29
Si	12.077	1.361	14.325
Si	14.721	4.059	14.391
Si	11.969	6.782	14.394
Si	14.935	9.548	14.368
Si	12.034	-4.154	14.231
Si	14.813	-1.359	14.304
Si	-0.46	-0.106	15.518
Si	2.282	2.632	15.689
Si	-0.464	5.402	15.452
Si	2.346	8.113	15.687
Si	-0.401	-5.442	15.497
Si	2.43	-2.895	15.531
Si	5.057	0.024	15.734
Si	7.873	2.64	15.656
Si	5.083	5.359	15.834
Si	7.975	7.994	15.633
Si	5.213	-5.542	15.537
Si	7.947	-2.801	15.521
Si	10.726	0.022	15.661
Si	13.332	2.698	15.798
Si	10.605	5.389	15.84
Si	13.452	8.189	15.59
Si	10.687	10.837	15.675
Si	13.427	-2.788	15.524
Si	1.201	-1.3	16.691
Si	3.302	1.025	17.114
Si	0.491	3.716	16.787
Si	3.946	7.061	17.115
Si	0.706	-7.026	16.918
Si	4.058	-4.051	16.896
Si	6.242	-1.757	16.689
Si	9.277	1.306	16.999
Si	6.774	4.211	17.037
Si	8.989	6.483	17.173
Si	6.354	-7.157	16.764
Si	9.54	-3.838	16.91
Si	11.861	-1.677	16.828
Si	14.957	1.504	16.972
Si	12.214	4.312	17.19
Si	14.473	6.561	16.891
Si	12.397	9.782	16.907
Si	14.589	-4.259	16.927
Si	22.681	5.857	-4.245
Si	4.16	7.429	20.141
Si	9.475	3.991	-3.542
Si	10.742	-1.794	-6.189
Si	14.577	-6.847	20.752
Si	-2.853	5.303	18.942
Si	9.666	1.113	-2.374
Si	2.343	0.256	-1.701
Si	10.329	5.157	-6.4
Si	17.96	-3.411	21.273
Si	7.943	-1.595	-6.508
Si	9.46	7.576	20.156
Si	12.884	-2.956	-4.248
Si	17.242	4.713	20.331
Si	11.057	-1.483	-2.165
Si	7.43	-0.353	18.828
Si	9.396	2.568	19.707
Si	6.357	-5.527	-4.248
Si	6.406	2.238	19.439
Si	6.593	3.972	-2.181
Si	-0.351	1.062	-2.389
Si	5.61	-7.277	-2.206
Si	14.576	7.729	-3.882
Si	11.531	0.7	21.209
Si	12.43	-8.04	-1.889
Si	0.423	-5.372	-1.66
Si	12.499	4.477	20.297
Si	14.627	6.343	21.289
Si	0.853	-5.294	19.387
Si	11.694	-6.702	19.81
Si	14.084	2.752	-5.694
Si	17.904	-5.957	-2.555
Si	22.899	-7.377	-4.966
Si	15.881	-2.451	19.169
Si	16.983	2.788	-5.579
Si	3.49	-4.033	19.941
Si	4.986	-1.116	-6.426
Si	6.788	-7.274	19.725
Si	10.833	5.738	-1.339
Si	-0.523	2.329	-4.954
Si	13.641	-0.408	19.111
Si	0.558	7.476	-3.482
Si	6.574	0.808	-2.103
Si	4.157	-6.162	-6.021
Si	3.826	1.456	20.241
Si	7.333	-4.859	21.297
Si	20.39	4.24	-3.616
Si	8.483	-2.942	-1.376
Si	5.524	-3.512	-2.289
Si	13.542	-5.92	-3.464
Si	16.043	6.474	-1.895
Si	15.862	-8.14	18.711
Si	9.772	-4.328	19.804
Si	2.689	-6.463	-3.335
Si	17.862	-1.797	0.812
Si	20.504	1.064	0.892
Si	17.444	4.216	1.072
Si	20.008	6.811	0.821
Si	17.952	9.24	0.443
Si	20.274	12.468	0.87
Si	22.806	-1.178	1
Si	25.344	1.495	0.959
Si	23.214	3.918	0.991
Si	25.625	7.131	0.784
Si	23.299	9.18	1.016
Si	26.295	11.907	0.765
Si	28.413	-1.459	1.286
Si	30.79	1.454	1.134
Si	28.703	3.706	0.84
Si	31.082	6.269	1.142
Si	28.695	9.833	0.804
Si	30.812	12.772	0.883
Si	18.898	-0.103	2.133
Si	21.565	2.75	2.183
Si	18.915	5.447	2.38
Si	21.689	7.933	2.135
Si	18.993	10.815	1.933
Si	21.715	-2.754	2.303
Si	24.357	-0.087	2.319
Si	27.054	2.628	2.124
Si	24.476	5.509	2.147
Si	27.332	8.182	2.028
Si	24.552	10.845	2.088
Si	27.008	-2.859	2.391
Si	29.646	0.039	2.522
Si	32.36	2.624	2.398
Si	29.681	5.111	2.479
Si	32.282	7.977	2.252
Si	29.942	11.031	2.282
Si	32.483	-2.636	2.195
Si	17.559	1.26	3.517
Si	20.285	4.055	3.626
Si	17.558	6.898	3.572
Si	20.321	9.445	3.384
Si	17.619	12.117	3.445
Si	20.286	-1.386	3.58
Si	22.956	1.365	3.568
Si	25.767	4.074	3.499
Si	23.044	6.703	3.577
Si	25.895	9.481	3.484
Si	23.137	12.158	3.508
Si	25.666	-1.45	3.673
Si	28.275	1.392	3.741
Si	31.074	3.898	3.852
Si	28.413	6.742	3.558
Si	31.133	9.502	3.596
Si	28.491	12.222	3.699
Si	31.162	-1.328	3.65
Si	16.185	-0.027	4.903
Si	18.894	2.665	4.892
Si	16.2	5.463	4.877
Si	18.974	8.198	4.884
Si	16.24	10.834	4.848
Si	18.928	-2.808	4.855
Si	21.624	-0.006	4.936
Si	24.364	2.724	4.885
Si	21.683	5.385	4.961
Si	24.425	8.144	4.846
Si	21.684	10.804	4.794
Si	24.326	-2.79	4.997
Si	27.001	-0.06	5.029
Si	29.678	2.625	5.151
Si	27.053	5.419	4.939
Si	29.762	8.126	4.922
Si	27.124	10.82	4.976
Si	29.828	-2.707	5.007
Si	17.54	-1.329	11.652
Si	20.247	1.366	11.643
Si	17.493	4.078	11.653
Si	20.256	6.786	11.691
Si	17.562	9.505	11.661
Si	20.282	-4.076	11.692
Si	22.974	-1.409	11.68
Si	25.707	1.34	11.749
Si	22.962	4.078	11.743
Si	25.742	6.797	11.727
Si	23.038	9.544	11.67
Si	25.73	-4.119	11.707
Si	28.469	-1.371	11.756
Si	31.202	1.354	11.694
Si	28.473	4.078	11.734
Si	31.181	6.807	11.717
Si	28.439	9.508	11.765
Si	31.217	-4.049	11.759
Si	18.892	0.057	13.018
Si	21.56	2.706	13.061
Si	18.855	5.417	13.024
Si	21.649	8.203	12.965
Si	18.907	10.893	13.028
Si	21.652	-2.748	13.088
Si	24.295	-0.04	13.046
Si	27.123	2.696	13.072
Si	24.383	5.431	13.056
Si	27.076	8.136	13.145
Si	24.414	10.834	13.097
Si	27.063	-2.743	13.061
Si	29.89	-0.016	13.086
Si	32.54	2.727	13.051
Si	29.808	5.468	13.102
Si	32.595	8.186	12.998
Si	29.811	10.917	13.066
Si	32.597	-2.676	13.137
Si	17.539	1.444	14.391
Si	20.146	4.039	14.413
Si	17.538	6.783	14.41
Si	20.319	9.538	14.351
Si	17.549	-4.001	14.333
Si	20.288	-1.28	14.356
Si	22.936	1.336	14.387
Si	25.761	4.058	14.412
Si	23.021	6.88	14.31
Si	25.744	9.49	14.548
Si	23.05	-4.147	14.436
Si	25.651	-1.409	14.386
Si	28.514	1.329	14.411
Si	31.184	4.117	14.429
Si	28.434	6.788	14.518
Si	31.234	9.572	14.345
Si	28.424	-4.064	14.449
Si	31.229	-1.32	14.539
Si	16.176	0.015	15.648
Si	18.792	2.798	15.945
Si	16.122	5.424	15.724
Si	19.007	8.14	15.682
Si	16.324	10.972	15.779
Si	18.907	-2.63	15.662
Si	21.574	0.072	15.82
Si	24.365	2.637	15.677
Si	21.594	5.489	15.492
Si	24.334	8.114	15.872
Si	21.697	10.804	15.793
Si	24.364	-2.777	15.828
Si	27.061	-0.048	15.65
Si	29.798	2.746	15.807
Si	27.071	5.391	15.892
Si	29.861	8.23	15.72
Si	27.142	10.855	15.889
Si	29.743	-2.656	15.822
Si	17.756	-1.068	17.004
Si	19.946	1.172	17.203
Si	17.038	3.873	17.236
Si	20.48	6.879	16.985
Si	17.729	9.499	17.072
Si	20.542	-3.787	16.852
Si	22.768	-1.547	17.034
Si	25.912	1.448	16.995
Si	23.089	4.259	16.699
Si	25.348	6.404	17.153
Si	22.685	9.122	17.211
Si	25.917	-3.946	17.196
Si	28.038	-1.58	17.109
Si	31.502	1.782	17.085
Si	28.119	3.714	17.192
Si	31.438	7.063	16.947
Si	28.858	9.805	17.157
Si	30.987	-4.195	17.028
Si	35.206	6.286	-6.307
Si	19.871	6.301	19.92
Si	22.881	3.948	-2.042
Si	24.95	-1.301	21.303
Si	31.681	-7.749	21.037
Si	17.669	-0.85	-2.05
Si	25.263	2.128	-1.831
Si	15.264	-1.733	-3.197
Si	25.478	6.025	20.154
Si	34.791	-4.858	-4.488
Si	21.61	-2.831	-4.125
Si	28.272	4.561	20.237
Si	25.462	-1.629	-3.426
Si	34.325	3.702	19.849
Si	27.975	-0.866	-1.59
Si	24.048	0.324	19.143
Si	27.891	-1.295	20.039
Si	22.286	-2.627	21.111
Si	22.553	4.882	20.797
Si	19.546	1.729	-4.766
Si	15.56	0.989	-2.016
Si	20.85	-5.638	-3.613
Si	31.189	-6.906	-1.256
Si	30.408	3.097	-5.701
Si	25.665	-6.885	-3.644
Si	15.623	-4.372	-1.757
Si	27.632	1.489	-3.225
Si	26.929	6.964	-2.078
Si	20.442	-4.537	19.712
Si	28.789	-6.922	20.126
Si	30.668	-2.496	-1.888
Si	30.338	-2.629	-4.74
Si	36.579	6.786	-2.428
Si	32.996	-3.086	19.056
Si	30.834	5.918	19.797
Si	20.493	-0.833	-5.885
Si	20.277	0.423	-1.998
Si	25.292	-5.126	20.136
Si	29.885	6.867	-1.542
Si	18.759	5.205	-1.291
Si	29.353	0.32	-5.277
Si	22.362	-5.162	-1.073
Si	15.391	3.822	-3.431
Si	18.268	-7.555	19.998
Si	21.871	2.6	18.988
Si	22.693	-6.395	20.191
Si	36.672	3.947	-5.83
Si	25.237	-4.296	-1.974
Si	22.875	-1.272	-2.007
Si	27.435	4.112	-1.969
Si	31.382	4.824	-3.26
Si	27.917	-4.046	21.087
Si	26.86	-7.389	-6.46
Si	17.443	-5.608	-5.515
Si	34.128	-1.62	0.892
Si	36.675	0.819	0.674
Si	33.293	4.167	0.941
Si	35.996	7.177	0.626
Si	33.586	9.211	0.81
Si	36.126	-4.014	0.713
Si	39.034	-1.312	0.771
Si	41.664	1.651	0.674
Si	39.313	3.795	0.621
Si	41.519	6.874	0.522
Si	39.285	-7.257	0.686
Si	42.175	11.888	0.814
Si	44.882	-1.728	1.02
Si	46.895	1.417	0.492
Si	44.727	3.674	0.537
Si	47.544	6.554	0.458
Si	44.34	9.716	0.643
Si	47.026	12.41	0.675
Si	35.233	-0.114	2.24
Si	37.737	2.609	1.872
Si	35.043	5.405	1.934
Si	37.686	-8.252	2.059
Si	34.916	-5.521	2.042
Si	37.815	-2.902	2.007
Si	40.624	-0.066	1.942
Si	43.247	2.675	2.028
Si	40.437	5.379	1.958
Si	43.174	8.046	1.809
Si	40.518	10.686	1.95
Si	43.312	-2.93	2.199
Si	45.995	-0.023	2.091
Si	48.628	2.674	1.559
Si	45.949	5.343	1.695
Si	48.693	8.066	1.814
Si	45.915	10.834	1.978
Si	48.706	-2.727	1.788
Si	33.862	1.28	3.558
Si	36.459	4.032	3.282
Si	33.782	6.686	3.511
Si	36.419	-6.799	3.405
Si	33.743	-4.124	3.518
Si	36.605	-1.498	3.509
Si	39.206	1.309	3.288
Si	41.908	4.103	3.315
Si	39.101	6.705	3.375
Si	41.91	9.377	3.314
Si	39.226	12.107	3.332
Si	41.949	-1.415	3.344
Si	44.589	1.305	3.372
Si	47.357	4.018	3.052
Si	44.636	6.724	3.104
Si	47.379	9.46	3.156
Si	44.692	12.103	3.501
Si	47.478	-1.365	3.254
Si	32.527	-0.015	4.988
Si	35.217	2.713	4.807
Si	32.49	5.38	4.985
Si	35.153	-8.21	4.82
Si	32.49	-5.482	4.954
Si	35.182	-2.792	4.849
Si	37.955	-0.045	4.768
Si	40.578	2.688	4.655
Si	37.822	5.334	4.74
Si	40.549	8.067	4.693
Si	37.861	10.828	4.755
Si	40.584	-2.789	4.673
Si	43.294	-0.068	4.718
Si	46.06	2.715	4.536
Si	43.341	5.438	4.602
Si	46.029	8.076	4.482
Si	43.284	10.726	4.721
Si	46.118	-2.738	4.629
Si	33.964	-1.361	11.711
Si	36.688	1.372	11.633
Si	33.931	4.05	11.657
Si	36.704	-9.511	11.552
Si	33.93	-6.766	11.624
Si	36.707	-3.998	11.578
Si	39.49	-1.304	11.521
Si	42.226	1.398	11.487
Si	39.494	4.09	11.546
Si	42.228	6.846	11.374
Si	39.473	9.567	11.469
Si	42.202	-4.043	11.416
Si	44.951	-1.348	11.358
Si	47.697	1.338	11.2
Si	44.976	4.063	11.32
Si	47.714	6.804	11.232
Si	44.999	9.511	11.329
Si	47.691	-4.07	11.155
Si	35.363	-0.002	13.039
Si	38.12	2.738	12.922
Si	35.364	5.427	12.908
Si	38.082	-8.071	12.809
Si	35.269	-5.308	12.896
Si	38.138	-2.632	12.889
Si	40.876	0.055	12.885
Si	43.694	2.742	12.789
Si	40.92	5.532	12.784
Si	43.651	8.166	12.717
Si	40.905	10.902	12.802
Si	43.588	-2.679	12.755
Si	46.365	0.029	12.667
Si	49.177	2.672	12.437
Si	46.365	5.436	12.623
Si	49.199	8.191	12.447
Si	46.443	10.879	12.606
Si	49.087	-2.677	12.426
Si	33.929	1.352	14.358
Si	36.796	4.15	14.261
Si	34.017	6.784	14.251
Si	36.669	-6.675	14.101
Si	34.033	-4.007	14.453
Si	36.854	-1.296	14.372
Si	39.502	1.402	14.284
Si	42.421	4.246	14.088
Si	39.539	-9.378	14.092
Si	42.347	9.554	14.111
Si	39.552	-4.022	14.132
Si	42.313	-1.27	14.218
Si	45.073	1.353	14.171
Si	47.836	4.016	13.8
Si	45.068	6.835	14.057
Si	47.996	9.6	13.893
Si	45.02	-4.118	13.952
Si	47.81	-1.344	13.912
Si	32.639	0.033	15.916
Si	35.396	2.761	15.535
Si	32.647	5.505	15.684
Si	35.382	8.252	15.458
Si	32.593	10.942	15.734
Si	35.529	-2.669	15.775
Si	38.193	0.09	15.824
Si	40.947	2.947	15.311
Si	38.177	5.643	15.479
Si	40.916	-8.02	15.461
Si	38.054	-5.311	15.385
Si	40.918	-2.678	15.505
Si	43.71	0.061	15.679
Si	46.638	2.685	15.358
Si	43.782	5.53	15.605
Si	46.651	8.196	15.171
Si	43.779	10.846	15.467
Si	46.409	-2.729	15.203
Si	34.424	-1.051	17.072
Si	36.499	1.343	17.022
Si	33.906	3.938	16.878
Si	37.121	7.349	16.724
Si	33.737	9.206	16.822
Si	37.145	-3.9	17.058
Si	39.377	-1.634	16.993
Si	42.196	1.647	16.731
Si	39.824	4.509	16.657
Si	42.036	-9.578	16.798
Si	39.303	-6.741	16.646
Si	42.569	-3.848	16.697
Si	44.939	-1.746	16.779
Si	48.38	1.555	16.593
Si	45.61	4.34	16.676
Si	47.823	6.557	16.394
Si	45.575	9.707	16.567
Si	47.602	-4.194	16.575
Si	50.529	-6.862	19.234
Si	36.767	6.514	19.62
Si	39.287	2.864	-4.597
Si	40.094	-2.792	21.034
Si	45.969	7.381	-4.439
Si	31.661	2.822	19.77
Si	45.098	2.279	-5.459
Si	35.488	-2.048	-4.141
Si	42.837	7.139	19.671
Si	47.181	-2.427	-3.719
Si	39.176	0.222	-3.257
Si	43.921	5.05	-4.57
Si	41.843	0.614	-2.103
Si	49.116	4.893	21.313
Si	43.997	0.166	-3.86
Si	40.883	0.127	18.876
Si	44.246	2.744	18.82
Si	36.76	-5.19	20.005
Si	39.996	2.326	20.705
Si	38.262	4.302	-2.334
Si	32.381	-0.067	-1.133
Si	37.932	-5.428	-1.334
Si	45.535	7.798	-1.447
Si	42.329	4.273	20.574
Si	38.262	-7.549	21.209
Si	32.59	-6.696	-3.727
Si	43.689	0.323	20.151
Si	48.77	6.321	-3.912
Si	34.04	-6.076	19.595
Si	40.728	-5.025	18.892
Si	43.635	-1.405	-1.547
Si	44.645	-3.753	-2.898
Si	55.508	5.445	-3.026
Si	47.012	-2.446	18.98
Si	45.555	-8.085	19.325
Si	37.881	-2.543	-5.861
Si	35.726	2.732	-3.353
Si	41.278	-7.026	21.092
Si	46.101	-6.226	-6.059
Si	33.141	2.792	-1.829
Si	48.579	0.167	19.425
Si	33.837	6.862	-3.685
Si	36.312	0.091	-2.275
Si	33.254	-2.77	-5.871
Si	37.881	3.53	18.94
Si	43.466	-4.673	-5.353
Si	52.063	4.072	20.814
Si	40.203	-3.25	-1.213
Si	40.002	-2.651	-4.12
Si	43.375	5.513	-1.504
Si	49.191	-7.124	-2.57
Si	47.842	-3.674	-6.287
Si	43.421	-1.705	-6.315
Si	37.128	-6.775	-3.996
Si	50.157	-1.605	0.31
Si	53.202	1.106	0.178
Si	49.759	4.334	0.301
Si	52.508	7.051	0.312
Si	50.171	9.154	0.395
Si	52.386	12.526	0.263
Si	55.202	-1.33	0.241
Si	58.125	1.748	-0.126
Si	55.87	4.007	-0.151
Si	57.893	7.393	-0.104
Si	55.668	9.678	-0.204
Si	58.7	12.126	-0.154
Si	61.483	-1.59	-0.235
Si	63.754	1.786	-0.095
Si	61.265	3.781	-0.124
Si	64.057	6.764	-0.295
Si	60.718	9.713	-0.343
Si	63.625	-3.892	-0.229
Si	51.434	0.053	1.42
Si	54.349	2.789	1.318
Si	51.42	5.418	1.596
Si	54.199	8.362	1.263
Si	51.315	10.884	1.537
Si	54.01	-2.734	1.607
Si	56.988	0.006	1.107
Si	59.701	2.762	1.302
Si	56.947	5.613	1.169
Si	59.591	8.338	1.182
Si	56.981	11.069	1.158
Si	59.886	-2.673	1.145
Si	62.574	0.062	1.06
Si	65.322	2.997	1.061
Si	62.397	5.581	0.932
Si	65.262	-8.087	1.057
Si	62.403	-5.484	0.967
Si	65.173	-2.718	1.102
Si	50.112	1.378	2.859
Si	52.921	4.048	2.748
Si	50.138	6.733	3.073
Si	52.857	9.587	2.774
Si	50.077	12.195	3.04
Si	52.75	-1.283	2.895
Si	55.726	1.387	2.624
Si	58.369	4.24	2.542
Si	55.564	6.906	2.582
Si	58.292	9.674	2.577
Si	55.609	12.267	2.671
Si	58.418	-1.329	2.448
Si	61.134	1.331	2.482
Si	63.826	4.256	2.373
Si	61.054	6.892	2.369
Si	63.835	-6.755	2.349
Si	61.19	-4.087	2.473
Si	63.898	-1.29	2.447
Si	48.888	0.05	4.423
Si	51.561	2.716	4.159
Si	48.772	5.366	4.394
Si	51.581	8.183	4.225
Si	48.783	10.841	4.442
Si	51.497	-2.705	4.288
Si	54.307	0.065	4.048
Si	57.08	2.794	3.924
Si	54.289	5.491	4.018
Si	57.001	8.219	3.926
Si	54.296	10.9	4.088
Si	57.054	-2.659	3.892
Si	59.784	-0.007	3.849
Si	62.53	2.78	3.731
Si	59.795	5.536	3.842
Si	62.498	-8.126	3.716
Si	59.774	-5.365	3.867
Si	62.558	-2.695	3.795
Si	50.463	-1.349	11.048
Si	53.201	1.387	10.898
Si	50.484	4.083	11.076
Si	53.184	6.751	10.876
Si	50.474	9.514	10.998
Si	53.175	-4.064	10.881
Si	55.916	-1.362	10.745
Si	58.577	1.328	10.6
Si	55.878	4.022	10.786
Si	58.609	6.786	10.642
Si	55.92	9.477	10.715
Si	58.621	-4.09	10.606
Si	61.305	-1.438	10.532
Si	64.068	1.345	10.484
Si	61.354	4.071	10.556
Si	64.061	-9.556	10.502
Si	61.296	-6.858	10.52
Si	64	-4.133	10.534
Si	51.921	0.018	12.296
Si	54.598	2.682	12.28
Si	51.923	5.44	12.38
Si	54.632	8.099	12.111
Si	51.855	10.907	12.283
Si	54.634	-2.738	12.145
Si	57.278	0.014	12.066
Si	60.028	2.636	11.852
Si	57.292	5.412	12.016
Si	60.009	8.131	11.961
Si	57.355	10.823	11.976
Si	59.962	-2.744	11.968
Si	62.775	-0.123	11.772
Si	65.447	2.667	11.86
Si	62.742	5.437	11.894
Si	65.396	-8.272	11.944
Si	62.65	-5.545	11.872
Si	65.424	-2.783	11.827
Si	50.622	1.332	13.75
Si	53.331	4.07	13.715
Si	50.619	6.851	13.756
Si	53.348	9.509	13.446
Si	50.5	-4.036	13.678
Si	53.387	-1.324	13.547
Si	55.987	1.271	13.596
Si	58.713	3.992	13.211
Si	55.998	6.736	13.475
Si	58.703	9.49	13.359
Si	56.06	-4.169	13.356
Si	58.639	-1.356	13.366
Si	61.401	1.176	13.073
Si	64.118	4.051	13.199
Si	61.403	6.787	13.281
Si	63.941	-6.969	13.245
Si	61.323	-4.183	13.228
Si	64.137	-1.415	13.19
Si	49.337	-0.06	15.183
Si	52.021	2.698	15.108
Si	49.273	5.396	15.015
Si	52.071	8.294	14.951
Si	49.342	11.035	15.309
Si	52.02	-2.702	14.807
Si	54.738	-0.127	15.099
Si	57.447	2.719	14.707
Si	54.748	5.431	15.022
Si	57.433	8.11	14.737
Si	54.814	10.774	14.756
Si	57.304	-2.767	14.707
Si	60.174	-0.082	14.608
Si	62.783	2.519	14.312
Si	60.135	5.296	14.502
Si	62.643	8.072	14.809
Si	60.008	10.85	14.736
Si	62.859	-2.9	14.415
Si	51.039	-1.249	16.332
Si	53.175	1.071	16.378
Si	50.443	3.908	16.371
Si	53.639	7.138	16.234
Si	51.242	10.027	16.338
Si	53.434	-4.128	15.94
Si	55.698	-1.998	16.283
Si	59.109	1.582	15.864
Si	56.532	4.331	16.149
Si	58.731	6.521	15.843
Si	55.944	9.236	16.159
Si	58.939	-3.793	16.008
Si	61.388	-1.782	15.741
Si	64.163	1.47	15.868
Si	61.34	3.66	15.651
Si	64.183	6.773	16.072
Si	61.626	9.848	16.078
Si	63.992	-4.425	15.792
Si	65.966	6.741	20.453
Si	52.43	5.274	18.263
Si	54.521	3.477	-4.808
Si	53.721	-2.448	-4.15
Si	63.062	-3.788	-5.43
Si	48.072	2.524	-6.249
Si	60.044	2.383	-2.35
Si	51.953	-0.311	-4.436
Si	62.222	7.886	-2.532
Si	-61.331	-0.469	-4.849
Si	58.472	-2.855	21.237
Si	56.412	3.709	19.201
Si	56.028	0.941	-5.943
Si	66.686	3.967	19.177
Si	58.194	1.715	20.653
Si	53.258	-1.223	21.205
Si	57.874	-2.454	18.326
Si	55.861	-5.713	-6.384
Si	57.411	6.457	19.887
Si	53.581	1.66	-2.653
Si	48.273	-0.206	-1.803
Si	52.746	-6.051	-6.369
Si	61.995	5.752	-4.567
Si	61.451	-1.145	-5.669
Si	58.077	7.241	-3.019
Si	47.236	-4.928	-2.2
Si	59.416	0.107	18.391
Si	60.053	3.507	-5.079
Si	51.003	-1.606	19.305
Si	61.253	-7.059	19.084
Si	61.683	-0.125	-2.817
Si	57.281	-3.732	-4.664
Si	-60.844	6.556	-3.397
Si	65.916	-3.258	18.079
Si	62.684	4.98	18.084
Si	53.831	-5.065	-2.282
Si	52.662	6.322	-2.663
Si	56.796	-6.888	19.08
Si	63.435	-6.533	-4.667
Si	50.425	4.152	-2.675
Si	62.475	-0.115	17.997
Si	48.518	7.172	19.26
Si	49.679	1.497	-3.853
Si	50.194	-4.323	20.683
Si	53.707	2.793	18.839
Si	58.179	-6.505	-4.748
Si	64.113	3.068	20.22
Si	56.86	-2.463	-1.968
Si	55.786	-0.238	-3.201
Si	59.411	6.231	-5.509
Si	63.35	0.048	20.798
Si	60.064	6.607	18.547
Si	59.21	-5.884	20.811
Si	51.912	-7.126	-3.69
Si	66.586	-1.488	-0.289
Si	69.407	1.229	-0.439
Si	66.363	4.627	-0.368
Si	69.144	7.247	-0.386
Si	66.84	-6.939	-0.256
Si	68.885	-3.604	-0.186
Si	71.605	-1.046	-0.364
Si	-55.848	1.761	-0.509
Si	72.392	3.987	-0.449
Si	-56.192	7.251	-0.575
Si	72.229	-6.716	-0.505
Si	-55.347	-4.248	-0.278
Si	-52.702	-1.576	-0.236
Si	-50.367	1.109	-0.366
Si	-52.804	4.429	-0.339
Si	-49.936	6.497	-0.401
Si	-53.128	-6.531	-0.218
Si	-50.571	-3.914	-0.298
Si	67.855	0.105	0.938
Si	70.663	2.859	0.755
Si	68.004	5.648	0.946
Si	70.733	-7.938	0.887
Si	67.905	-5.319	1.063
Si	70.548	-2.538	1.086
Si	-57.069	0.037	0.677
Si	-54.227	2.86	0.825
Si	-57.12	5.613	0.871
Si	-54.414	-8.173	0.803
Si	-57.13	-5.258	0.874
Si	-54.283	-2.692	1.065
Si	-51.675	-0.012	1.134
Si	-48.963	2.663	0.84
Si	-51.489	5.576	1.119
Si	-48.831	-8.182	0.901
Si	-51.644	-5.383	1.165
Si	-48.817	-2.802	0.829
Si	66.616	1.509	2.341
Si	69.358	4.181	2.212
Si	66.645	6.902	2.402
Si	69.38	-6.651	2.324
Si	66.537	-4.051	2.449
Si	69.218	-1.19	2.413
Si	-58.458	1.448	2.105
Si	-55.655	4.229	2.184
Si	-58.515	6.921	2.24
Si	-55.738	-6.721	2.208
Si	-58.515	-3.942	2.265
Si	-55.762	-1.27	2.197
Si	-53.039	1.449	2.319
Si	-50.215	4.037	2.341
Si	-53.011	6.907	2.291
Si	-50.192	-6.813	2.304
Si	-52.974	-4.017	2.489
Si	-50.156	-1.403	2.285
Si	65.29	0.096	3.726
Si	68.046	2.821	3.647
Si	65.258	5.534	3.736
Si	68.041	-8.057	3.692
Si	65.199	-5.429	3.759
Si	67.941	-2.656	3.736
Si	-59.807	0.141	3.605
Si	-57.072	2.807	3.502
Si	-59.835	5.516	3.596
Si	-57.091	-8.083	3.594
Si	-59.803	-5.335	3.67
Si	-57.104	-2.617	3.602
Si	-54.414	0.067	3.617
Si	-51.624	2.74	3.685
Si	-54.326	5.503	3.64
Si	-51.62	-8.103	3.665
Si	-54.397	-5.42	3.683
Si	-51.54	-2.667	3.724
Si	66.747	-1.383	10.477
Si	69.387	1.347	10.472
Si	66.745	4.053	10.478
Si	69.406	-9.532	10.493
Si	66.696	-6.856	10.535
Si	69.435	-4.125	10.445
Si	-58.433	-1.356	10.401
Si	-55.679	1.437	10.449
Si	-58.417	4.103	10.482
Si	-55.73	-9.476	10.411
Si	-58.441	-6.764	10.438
Si	-55.708	-4.064	10.403
Si	-52.956	-1.285	10.484
Si	-50.248	1.365	10.479
Si	-52.965	4.113	10.432
Si	-50.279	-9.494	10.47
Si	-53.009	-6.758	10.404
Si	-50.24	-3.973	10.416
Si	68.094	-0.065	11.885
Si	70.708	2.752	11.802
Si	68.063	5.398	11.881
Si	70.744	-8.119	11.801
Si	68.086	-5.489	11.836
Si	70.808	-2.77	11.77
Si	-57.076	0.033	11.71
Si	-54.298	2.797	11.839
Si	-57.021	5.473	11.82
Si	-54.385	-8.116	11.769
Si	-57.045	-5.428	11.796
Si	-54.352	-2.702	11.75
Si	-51.598	0.069	11.915
Si	-48.894	2.713	11.856
Si	-51.658	5.468	11.837
Si	-48.86	-8.135	11.767
Si	-51.654	-5.324	11.672
Si	-48.913	-2.676	11.903
Si	66.747	1.282	13.283
Si	69.381	4.05	13.283
Si	66.771	-9.637	13.366
Si	69.384	-6.841	13.254
Si	66.713	-4.185	13.202
Si	69.417	-1.554	13.192
Si	72.046	1.317	13.035
Si	-55.605	4.18	13.231
Si	72.116	-9.483	13.098
Si	-55.721	-6.793	13.187
Si	72.211	-4.041	13.158
Si	-55.695	-1.295	13.052
Si	-52.931	1.506	13.269
Si	-50.245	4.113	13.169
Si	-53.095	-9.489	13.148
Si	-50.251	-6.646	12.942
Si	-53.012	-4.066	13.124
Si	-50.262	-1.329	13.3
Si	65.415	-0.123	14.685
Si	68.108	2.609	14.705
Si	65.421	5.27	14.75
Si	68.129	-8.26	14.766
Si	65.403	-5.665	14.472
Si	68.029	-2.903	14.646
Si	70.808	-0.152	14.432
Si	73.431	2.722	14.261
Si	70.76	5.524	14.491
Si	73.456	-8.175	14.511
Si	70.834	-5.425	14.45
Si	73.563	-2.621	14.491
Si	-54.336	0.04	14.435
Si	-51.6	2.916	14.7
Si	-54.358	5.612	14.798
Si	-51.606	-8.029	14.161
Si	-54.338	-5.452	14.535
Si	-51.712	-2.703	14.557
Si	66.989	-1.275	16.026
Si	69.275	0.88	15.815
Si	66.489	3.603	16.106
Si	69.84	-9.291	16.082
Si	66.348	-7.255	15.916
Si	69.46	-4.279	15.916
Si	72.444	-1.052	15.87
Si	74.573	1.216	15.548
Si	72.281	4.214	15.595
Si	74.316	-9.755	16.032
Si	71.949	-6.956	15.786
Si	75.194	-3.71	15.75
Si	-53.22	-1.457	15.863
Si	-50.091	1.677	16.028
Si	-52.436	4.813	15.949
Si	-50.126	-9.3	15.367
Si	-52.799	-6.804	15.708
Si	-50.777	-4.403	15.878
Si	-47.511	7.109	20.523
Si	-60.258	6.497	19.04
Si	-58.387	2.686	-5.806
Si	-59.412	-2.72	18.025
Si	-48.245	-6.355	-6.003
Si	64.056	-7.222	20.287
Si	-54.69	2.633	-3.188
Si	65.781	-3.365	-4.437
Si	-57.17	6.933	18.974
Si	-46.955	-2.374	18.569
Si	-57.758	-0.4	-5.338
Si	-54.741	5.977	20.24
Si	-54.835	0.581	-5.105
Si	-48.623	4.769	18.789
Si	-52.753	4.074	20.937
Si	-57.16	1.756	19.711
Si	-54.752	1.653	18.201
Si	-59.445	-2.1	-3.233
Si	-61.018	3.73	20.214
Si	-59.029	4.215	-3.363
Si	64.773	0.119	-2.399
Si	-60.523	-6.818	-4.676
Si	-53.018	-5.733	19.86
Si	-55.445	-0.492	19.968
Si	-55.664	-4.714	-5.411
Si	65.357	-5.316	-2.498
Si	-51.645	1.111	20.926
Si	-52.836	6.414	-4.939
Si	67.799	-5.682	18.017
Si	-57.27	-4.993	17.882
Si	-50.545	-0.446	-4.643
Si	-54.344	-3.851	-2.972
Si	-45.393	7.932	-5.024
Si	-50.493	-4.357	18.846
Si	-53.18	7.914	18.404
Si	-60.042	-2.351	20.982
Si	-61.424	2.196	-3.311
Si	-57.202	-6.528	20.304
Si	-51.032	-5.429	-5.453
Si	67.315	4.534	-3.349
Si	-52.12	0.571	18.073
Si	65.069	5.373	-5.283
Si	66.147	-0.375	-4.938
Si	-62.016	-7.693	20.338
Si	-59.501	2.375	17.824
Si	-58.548	-4.835	-5.911
Si	-49.172	2.663	20.924
Si	-53.164	-1.155	-3.233
Si	-60.07	-4.976	-2.559
Si	-54.695	5.58	-2.497
Si	-50.356	7.025	-3.373
Si	-47.775	-4.686	19.953
Si	-54.393	-3.269	20.598
Si	64.802	-4.358	20.619
Si	-47.15	-1.728	-0.461
Si	-44.391	0.982	-0.259
Si	-47.689	4.285	-0.287
Si	-44.987	6.818	-0.195
Si	-47.131	-7.185	-0.382
Si	-44.899	-3.956	-0.325
Si	-42.179	-1.252	-0.547
Si	-39.555	1.623	-0.334
Si	-41.777	3.824	-0.131
Si	-39.365	7.031	-0.173
Si	-41.642	-7.136	-0.08
Si	-38.871	-4.052	-0.151
Si	-36.349	-1.57	-0.053
Si	-34.157	1.886	-0.291
Si	-36.469	4.008	-0.538
Si	-33.911	6.839	0.144
Si	-36.076	-7.333	-0.311
Si	-33.988	-3.715	-0.099
Si	-46.083	-0.117	0.935
Si	-43.358	2.62	1.089
Si	-46.194	5.38	1.156
Si	-43.343	-8.289	1.046
Si	-46.068	-5.538	0.935
Si	-43.28	-2.783	0.903
Si	-40.648	-0.074	0.891
Si	-37.943	2.792	0.92
Si	-40.583	5.43	1.082
Si	-37.794	-8.168	1.12
Si	-40.439	-5.446	1.031
Si	-37.865	-2.646	1.341
Si	-35.219	0.171	1.019
Si	-32.706	2.962	1.167
Si	-35.397	5.396	1.138
Si	-32.567	-8.162	1.464
Si	-35.129	-5.515	0.968
Si	-32.55	-2.668	1.359
Si	-47.496	1.334	2.206
Si	-44.752	4.009	2.392
Si	-47.536	6.821	2.413
Si	-44.692	-6.841	2.346
Si	-47.491	-4.163	2.26
Si	-44.7	-1.455	2.314
Si	-41.972	1.26	2.394
Si	-39.242	4.081	2.426
Si	-41.992	6.734	2.443
Si	-39.166	-6.785	2.459
Si	-41.917	-4.098	2.311
Si	-39.352	-1.285	2.459
Si	-36.644	1.436	2.387
Si	-34.047	4.147	2.602
Si	-36.635	6.763	2.556
Si	-33.931	-6.704	2.597
Si	-36.486	-4.161	2.461
Si	-33.932	-1.191	2.498
Si	-48.826	-0.008	3.63
Si	-46.163	2.661	3.674
Si	-48.883	5.419	3.722
Si	-46.111	-8.148	3.72
Si	-48.841	-5.46	3.679
Si	-46.112	-2.791	3.642
Si	-43.392	-0.066	3.725
Si	-40.639	2.686	3.742
Si	-43.395	5.388	3.759
Si	-40.623	-8.16	3.751
Si	-43.334	-5.439	3.681
Si	-40.683	-2.709	3.765
Si	-37.985	0.076	3.79
Si	-35.349	2.728	3.89
Si	-37.987	5.423	3.891
Si	-35.28	-8.144	3.877
Si	-37.892	-5.424	3.859
Si	-35.233	-2.676	3.811
Si	-47.55	-1.322	10.539
Si	-44.865	1.369	10.534
Si	-47.531	4.071	10.485
Si	-44.773	-9.515	10.466
Si	-47.506	-6.752	10.45
Si	-44.809	-4.04	10.526
Si	-42.092	-1.348	10.549
Si	-39.353	1.351	10.561
Si	-42.122	4.075	10.568
Si	-39.364	-9.431	10.597
Si	-42.054	-6.775	10.584
Si	-39.296	-4.052	10.631
Si	-36.629	-1.346	10.688
Si	-33.896	1.396	10.629
Si	-36.621	4.132	10.621
Si	-33.913	-9.495	10.674
Si	-36.586	-6.743	10.713
Si	-33.941	-4.073	10.675
Si	-46.211	0.028	11.94
Si	-43.539	2.723	11.921
Si	-46.116	5.425	11.795
Si	-43.462	-8.151	11.872
Si	-46.227	-5.349	11.866
Si	-43.449	-2.703	11.907
Si	-40.748	0.025	11.907
Si	-37.948	2.685	11.89
Si	-40.736	5.48	11.859
Si	-38.01	-8.087	12.019
Si	-40.627	-5.45	11.952
Si	-37.983	-2.704	12.077
Si	-35.214	0.016	12.007
Si	-32.584	2.791	11.987
Si	-35.292	5.486	12.046
Si	-32.566	-8.128	12.033
Si	-35.234	-5.408	12.162
Si	-32.557	-2.728	11.995
Si	-47.565	1.416	13.334
Si	-44.854	4.126	13.311
Si	-47.446	-9.516	13.092
Si	-44.847	-6.721	13.149
Si	-47.593	-4.033	13.325
Si	-44.879	-1.405	13.273
Si	-42.209	1.306	13.231
Si	-39.375	4.043	13.113
Si	-42.084	-9.502	13.243
Si	-39.302	-6.732	13.467
Si	-41.976	-4.033	13.192
Si	-39.382	-1.252	13.326
Si	-36.527	1.439	13.323
Si	-33.951	4.112	13.43
Si	-36.695	-9.458	13.385
Si	-33.852	-6.825	13.542
Si	-36.623	-4.035	13.541
Si	-33.87	-1.362	13.387
Si	-48.953	0.051	14.724
Si	-46.206	2.818	14.749
Si	-48.766	5.43	14.44
Si	-46.24	-8.068	14.476
Si	-49.071	-5.422	14.555
Si	-46.212	-2.729	14.745
Si	-43.512	-0.076	14.655
Si	-40.886	2.813	14.395
Si	-43.479	5.512	14.637
Si	-40.667	-8.231	14.651
Si	-43.321	-5.458	14.419
Si	-40.757	-2.635	14.656
Si	-37.927	0.135	14.604
Si	-35.245	2.685	14.891
Si	-37.997	5.26	14.538
Si	-35.436	-8.071	14.871
Si	-38.038	-5.348	15.004
Si	-35.162	-2.671	14.877
Si	-47.321	-1.007	16.072
Si	-45.02	1.172	15.937
Si	-47.853	3.947	16.072
Si	-44.582	-9.069	15.771
Si	-47.99	-7.107	15.766
Si	-44.518	-4.069	15.8
Si	-42.465	-1.743	16.004
Si	-39.519	1.488	15.651
Si	-41.935	4.289	15.924
Si	-39.574	-9.984	15.804
Si	-42.219	-6.975	15.842
Si	-39.157	-3.529	16.112
Si	-36.798	-1.367	16.024
Si	-33.475	1.517	16.016
Si	-36.519	4.278	16.141
Si	-34.346	-9.716	16.082
Si	-36.442	-6.443	16.414
Si	-34.007	-4.369	16.158
Si	-31.749	7.747	-6.536
Si	-45.151	7.163	18.709
Si	-44.038	4.235	-5.195
Si	-38.72	0.5	19.73
Si	-36.768	-3.585	20.143
Si	-51.529	5.52	18.553
Si	-39.604	6.524	-5.252
Si	-50.858	-2.633	-6.503
Si	-38.938	7.268	18.527
Si	-30.051	-2.953	20.092
Si	-43.584	1.648	20.988
Si	-40.419	5.085	19.861
Si	-40.249	0.679	-5.892
Si	-31.208	5.233	18.654
Si	-36.259	-0.739	-2.902
Si	-41.014	0.016	17.723
Si	-38.49	3.102	18.202
Si	-41.984	-2.254	20.919
Si	-43.281	5.64	20.395
Si	-46.701	3.318	-4.858
Si	-51.608	2.836	-2.556
Si	-42.336	7.51	-4.079
Si	-36.835	-5.325	-2.176
Si	-36.197	-0.912	19.03
Si	-39.232	-4.905	-3.903
Si	-51.714	-5.452	-2.463
Si	-37.757	5.973	-2.733
Si	-43.099	-7.709	20.217
Si	-46.351	-5.217	17.709
Si	-36.871	-6.573	19.573
Si	-32.748	-0.176	-5.257
Si	-40.196	-2.421	-2.573
Si	-26.142	4.338	-3.187
Si	-32.245	-2.872	18.176
Si	-36.284	7.141	20.335
Si	-44.644	-1.142	20.28
Si	-46.374	2.275	-2.24
Si	-40.735	-6.591	18.541
Si	-36.162	7.922	-4.521
Si	-49.482	4.154	-4.385
Si	-33.486	-0.094	18.773
Si	-47.719	-7.477	-3.353
Si	-48.494	-0.05	-2.304
Si	-44.309	-5.826	-5.738
Si	-43.079	2.324	18.121
Si	-38.323	-6.909	-5.869
Si	-32.584	5.425	-4.913
Si	-41.561	-6.142	-2.853
Si	-43.777	-4.43	-3.228
Si	-43.307	5.436	-2.34
Si	-33.375	8.02	-4.16
Si	-32.309	2.663	-5.117
Si	-39.777	-3.773	19.2
Si	-43.865	-2.976	-5.647
Si	-31.233	-1.56	-0.17
Si	-28.332	1.188	-0.412
Si	-31.752	4.694	-0.089
Si	-28.944	7.112	-0.266
Si	-31.104	-6.987	0.146
Si	-29.072	-3.806	-0.284
Si	-26.168	-1.161	-0.565
Si	-23.256	1.665	-0.448
Si	-25.463	3.952	-0.264
Si	-23.322	7.016	-0.231
Si	-25.257	-6.853	-0.533
Si	-22.749	-4.343	-0.319
Si	-20.006	-1.511	-0.194
Si	-17.703	1.61	-0.422
Si	-20.031	3.774	-0.458
Si	-17.48	6.653	-0.379
Si	-20.506	-6.572	-0.511
Si	-17.833	-3.874	-0.141
Si	-29.956	0.095	0.914
Si	-27.174	2.791	0.887
Si	-29.984	5.593	1.161
Si	-27.106	-8.011	0.702
Si	-29.934	-5.336	1.258
Si	-27.265	-2.726	0.839
Si	-24.458	-0.029	0.722
Si	-21.638	2.719	0.916
Si	-24.445	5.508	1.129
Si	-21.65	-8.123	0.911
Si	-24.298	-5.438	1.064
Si	-21.693	-2.673	0.941
Si	-18.848	0.101	1.02
Si	-16.106	2.721	0.968
Si	-18.963	5.413	0.943
Si	-16.157	-8.141	0.929
Si	-18.968	-5.536	0.994
Si	-16.145	-2.745	1.119
Si	-31.263	1.474	2.329
Si	-28.542	4.125	2.301
Si	-31.195	6.813	2.711
Si	-28.398	-6.744	2.327
Si	-31.256	-4.06	2.667
Si	-28.561	-1.308	2.286
Si	-25.782	1.364	2.201
Si	-22.974	4.119	2.322
Si	-25.896	6.915	2.288
Si	-22.983	-6.816	2.402
Si	-25.816	-4.043	2.235
Si	-23.115	-1.317	2.213
Si	-20.314	1.383	2.337
Si	-17.52	4.096	2.318
Si	-20.321	6.801	2.287
Si	-17.566	-6.854	2.347
Si	-20.33	-4.079	2.323
Si	-17.514	-1.3	2.402
Si	-32.542	0.125	3.81
Si	-29.87	2.773	3.706
Si	-32.622	5.455	3.949
Si	-29.766	-8.057	3.817
Si	-32.599	-5.4	3.985
Si	-29.831	-2.623	3.807
Si	-27.147	0.039	3.626
Si	-24.407	2.728	3.595
Si	-27.194	5.507	3.667
Si	-24.444	-8.147	3.685
Si	-27.097	-5.382	3.708
Si	-24.456	-2.67	3.605
Si	-21.724	0.01	3.623
Si	-18.933	2.751	3.689
Si	-21.666	5.475	3.702
Si	-18.955	-8.185	3.699
Si	-21.667	-5.405	3.735
Si	-18.954	-2.697	3.68
Si	-31.184	-1.354	10.622
Si	-28.472	1.427	10.523
Si	-31.17	4.139	10.664
Si	-28.495	-9.523	10.557
Si	-31.232	-6.781	10.595
Si	-28.482	-4.004	10.536
Si	-25.756	-1.283	10.469
Si	-23.139	1.399	10.608
Si	-25.795	4.039	10.544
Si	-23.124	-9.531	10.406
Si	-25.783	-6.793	10.414
Si	-23.062	-3.954	10.425
Si	-20.453	-1.248	10.582
Si	-17.762	1.331	10.684
Si	-20.467	4.054	10.52
Si	-17.775	-9.524	10.583
Si	-20.372	-6.73	10.415
Si	-17.705	-4.013	10.547
Si	-29.784	0.056	11.879
Si	-27.15	2.711	11.98
Si	-29.801	5.495	12.054
Si	-27.065	-8.181	11.816
Si	-29.871	-5.367	11.86
Si	-27.084	-2.617	11.835
Si	-24.48	-0.004	11.972
Si	-21.808	2.779	11.992
Si	-24.399	5.4	11.831
Si	-21.796	-8.081	11.643
Si	-24.455	-5.332	11.649
Si	-21.829	-2.589	11.907
Si	-19.155	0.043	12.085
Si	-16.469	2.675	12.114
Si	-19.173	5.424	11.88
Si	-16.433	-8.195	11.974
Si	-19.066	-5.375	11.824
Si	-16.464	-2.738	12.101
Si	-31.15	1.406	13.21
Si	-28.384	4.136	13.404
Si	-31.2	-9.45	13.411
Si	-28.435	-6.754	13.04
Si	-31.233	-4.124	13.35
Si	-28.391	-1.262	13.235
Si	-25.894	1.255	13.373
Si	-23.153	4.14	13.395
Si	-25.686	-9.555	13.174
Si	-23.08	-6.64	12.926
Si	-25.69	-4.006	13.091
Si	-23.183	-1.336	13.437
Si	-20.526	1.454	13.449
Si	-17.956	4.021	13.33
Si	-20.613	-9.471	13.043
Si	-17.786	-6.757	13.21
Si	-20.38	-3.937	13.12
Si	-17.835	-1.386	13.444
Si	-32.414	0.008	14.606
Si	-29.858	2.757	14.617
Si	-32.629	5.542	14.781
Si	-29.674	-8.027	14.521
Si	-32.358	-5.54	14.948
Si	-29.782	-2.656	14.432
Si	-27.166	-0.084	14.924
Si	-24.54	2.624	14.646
Si	-26.889	5.456	14.75
Si	-24.321	-8.009	14.26
Si	-27.092	-5.348	14.306
Si	-24.507	-2.859	14.753
Si	-21.833	0.07	14.82
Si	-19.344	2.906	14.91
Si	-21.884	5.758	14.658
Si	-19.25	-8.141	14.31
Si	-21.764	-5.313	14.297
Si	-19.194	-2.767	14.777
Si	-30.823	-1.177	15.875
Si	-28.845	1.211	16.059
Si	-31.432	3.896	15.943
Si	-28.025	-9.108	15.735
Si	-30.352	-6.462	16.17
Si	-28.421	-4.047	15.651
Si	-26.188	-1.983	16.162
Si	-23.272	1.363	16.16
Si	-25.487	4.103	16.172
Si	-22.817	-8.721	15.901
Si	-25.852	-6.853	15.5
Si	-22.718	-3.935	15.914
Si	-20.696	-1.536	16.1
Si	-17.825	1.574	16.105
Si	-20.349	4.812	16.107
Si	-18.052	-9.566	15.636
Si	-20.497	-6.705	15.598
Si	-18.379	-4.523	16.163
Si	-16.361	5.323	19.141
Si	-28.933	7.353	-5.748
Si	-29.365	2.295	-5.952
Si	-24.619	-3.883	20.716
Si	-16.155	-7.863	18.993
Si	-33.731	6.636	18.97
Si	-22.784	0.736	-3.416
Si	-38.87	0.394	-3.189
Si	-24.5	-7.471	17.927
Si	-13.992	-4.312	19.07
Si	-24.961	0.127	-5.164
Si	-22.842	4.034	17.613
Si	-23.217	-1.225	20.922
Si	-14.095	4.92	-6.204
Si	-20.682	0.744	-5.322
Si	-24.61	-0.579	18.353
Si	-26.067	1.306	20.34
Si	-27.508	-4.482	20.511
Si	-29.159	4.457	20.45
Si	-28.198	6.533	-3.117
Si	-33.146	-0.084	-2.266
Si	-27.11	-7.328	-4.077
Si	-15.292	6.894	-4.534
Si	-20.75	2.094	20.318
Si	-22.941	-5.793	-5.288
Si	-33.86	-4.388	-2.94
Si	-23.577	3.302	20.473
Si	-21.61	5.579	-2.434
Si	-29.459	7.741	18.267
Si	-18.258	-6.997	20.785
Si	-20.572	-1.08	-3.279
Si	-16.959	-3.181	-2.774
Si	-10.797	7.117	-3.109
Si	-17.766	-1.399	20.725
Si	-18.172	7.067	-5.457
Si	-28.558	-3.39	-5.039
Si	-28.458	2.481	-3.219
Si	-26.907	-7.564	19.804
Si	-19.36	7.831	-2.623
Si	-30.988	3.89	-2.961
Si	-19.407	0.118	18.443
Si	-29.095	-5.322	-3.047
Si	-31.102	-0.214	20.459
Si	-34.943	-2.368	-5.006
Si	-27.572	3.019	18.361
Si	-24.691	-8.118	-5.514
Si	-12.412	0.127	-5.003
Si	-24.409	-4.786	-2.74
Si	-26.108	-2.321	-3.574
Si	-23.66	5.241	-4.78
Si	-15.827	4.96	-2.361
Si	-20.884	-5.322	21.116
Si	-22.951	-5.187	18.781
Si	-31.841	-6.538	-2.612
Si	-14.432	-1.583	-0.011
Si	-12.042	1.558	0.158
Si	-14.308	3.741	-0.205
Si	-12.255	7.31	-0.272
Si	-14.484	-6.754	-0.068
Si	-12.294	12.497	0.225
Si	-9.212	-1.58	-0.008
Si	-6.829	1.543	0.356
Si	-8.948	3.805	0.104
Si	-6.684	7.001	0.294
Si	-8.803	9.322	0.156
Si	-5.872	-4.661	0.154
Si	-3.458	-1.71	0.403
Si	-1.563	1.597	0.479
Si	-3.802	3.813	0.513
Si	-1.647	7.261	0.608
Si	-3.758	-6.843	0.708
Si	-1.119	-3.75	0.462
Si	-13.309	-0.037	1.33
Si	-10.59	2.787	1.467
Si	-13.321	5.535	1.001
Si	-10.643	8.25	1.213
Si	-13.435	10.927	1.486
Si	-10.66	-2.718	1.443
Si	-8.129	-0.016	1.461
Si	-5.337	2.645	1.785
Si	-7.929	5.415	1.492
Si	-5.267	-8.205	1.816
Si	-7.719	-5.458	1.484
Si	-5.12	-2.883	1.56
Si	-2.57	-0.052	1.786
Si	-0.044	2.641	1.924
Si	-2.705	5.491	1.766
Si	0.009	8.192	1.999
Si	-2.362	-5.35	1.791
Si	0.205	-2.602	1.933
Si	-14.837	1.362	2.477
Si	-12.07	4.22	2.586
Si	-14.802	6.819	2.372
Si	-11.998	9.535	2.679
Si	-14.915	12.267	2.649
Si	-12.032	-1.346	2.774
Si	-9.408	1.348	2.879
Si	-6.685	4.101	3.009
Si	-9.417	6.812	2.702
Si	-6.637	-6.797	3.055
Si	-9.26	-4.114	2.728
Si	-6.664	-1.436	2.758
Si	-4.01	1.262	3.114
Si	-1.362	4.121	3.169
Si	-4.015	6.756	3.204
Si	-1.231	-6.705	3.308
Si	-3.858	-4.085	3.112
Si	-1.222	-1.294	3.244
Si	-16.211	0.026	3.842
Si	-13.506	2.777	3.853
Si	-16.199	5.457	3.741
Si	-13.486	8.142	3.873
Si	-16.304	10.837	3.841
Si	-13.52	-2.707	3.995
Si	-10.797	0.021	4.195
Si	-8.088	2.705	4.265
Si	-10.794	5.486	4.078
Si	-8.123	-8.179	4.211
Si	-10.701	-5.435	4.074
Si	-8.037	-2.73	4.177
Si	-5.435	-0.105	4.329
Si	-2.721	2.702	4.477
Si	-5.414	5.415	4.473
Si	-2.672	-8.138	4.522
Si	-5.303	-5.435	4.415
Si	-2.627	-2.694	4.52
Si	-15.086	-1.34	10.788
Si	-12.405	1.357	10.881
Si	-15.123	4.052	10.748
Si	-12.407	6.78	10.872
Si	-15.07	9.52	10.693
Si	-12.46	-4.076	10.832
Si	-9.745	-1.365	10.978
Si	-7.026	1.414	11.111
Si	-9.731	4.058	11.016
Si	-6.971	-9.533	11.052
Si	-9.756	-6.787	10.915
Si	-7.082	-4.082	11.053
Si	-4.288	-1.339	11.184
Si	-1.58	1.366	11.34
Si	-4.328	4.073	11.235
Si	-1.592	6.78	11.377
Si	-4.301	-6.846	11.185
Si	-1.557	-4.09	11.294
Si	-13.799	0.038	12.234
Si	-11.135	2.686	12.361
Si	-13.779	5.347	12.154
Si	-11.154	8.225	12.258
Si	-13.853	10.888	12.178
Si	-11.152	-2.764	12.261
Si	-8.477	0.073	12.359
Si	-5.713	2.727	12.588
Si	-8.338	5.413	12.346
Si	-5.717	-8.178	12.521
Si	-8.446	-5.5	12.366
Si	-5.801	-2.651	12.385
Si	-3	0.012	12.628
Si	-0.284	2.703	12.783
Si	-3.06	5.444	12.658
Si	-0.236	8.116	12.777
Si	-2.98	-5.474	12.535
Si	-0.27	-2.758	12.748
Si	-15.13	1.419	13.653
Si	-12.567	3.999	13.686
Si	-15.177	-9.609	13.393
Si	-12.608	9.536	13.63
Si	-15.241	-4.135	13.596
Si	-12.509	-1.388	13.598
Si	-9.837	1.339	13.809
Si	-7.105	4.118	13.908
Si	-9.704	6.881	13.509
Si	-7.157	-6.848	13.826
Si	-9.881	-4.18	13.649
Si	-7.136	-1.219	13.723
Si	-4.399	1.338	13.997
Si	-1.754	4.071	14.034
Si	-4.432	6.835	13.999
Si	-1.654	9.539	14.001
Si	-4.542	-4.125	13.643
Si	-1.726	-1.391	14.006
Si	-16.604	0.01	14.846
Si	-13.852	2.717	15.31
Si	-16.569	5.314	14.644
Si	-14.024	-8.236	14.884
Si	-16.668	-5.556	14.898
Si	-13.934	-2.71	14.942
Si	-11.206	-0.103	15.1
Si	-8.543	2.734	15.224
Si	-11.137	5.541	14.667
Si	-8.53	8.092	15.161
Si	-11.286	10.847	15.092
Si	-8.549	-2.674	14.828
Si	-5.881	0.046	15.317
Si	-3.084	2.701	15.418
Si	-5.809	5.514	15.379
Si	-3.067	8.218	15.329
Si	-5.847	-5.407	15.101
Si	-3.329	-2.76	15.012
Si	-15.197	-1.221	16.272
Si	-12.81	0.835	16.54
Si	-15.714	3.893	16.334
Si	-12.374	-9.389	16.041
Si	-15.836	-7.391	16.146
Si	-12.397	-3.8	16.344
Si	-10.018	-1.729	16.356
Si	-6.9	1.777	16.64
Si	-9.831	4.42	16.196
Si	-7.532	6.526	16.677
Si	-10.224	9.163	16.363
Si	-7.134	-3.8	16.22
Si	-4.859	-1.735	16.471
Si	-1.717	1.415	16.866
Si	-4.6	3.985	16.687
Si	-1.553	7.089	16.731
Si	-4.28	9.861	16.477
Si	-2.203	-4.192	16.39
Si	3.408	6.203	-5.611
Si	-10.456	5.656	20.313
Si	-15.401	0.499	-5.138
Si	-8.969	-1.093	19.307
Si	-1.019	-6.645	21.25
Si	-18.854	4.353	20.87
Si	-6.981	3.824	-4.09
Si	-18.848	-2.79	-5.082
Si	-5.365	5.013	-6.391
Si	4.408	-0.884	-3.48
Si	-12.69	-2.198	20.798
Si	-7.512	6.255	19.711
Si	-7.095	-2.796	-1.684
Si	-0.12	4.421	19.498
Si	-5.257	-0.306	-1.715
Si	-11.596	0.481	19.475
Si	-6.652	0.707	19.454
Si	-9.935	-3.72	20.692
Si	-10.932	-8	-5.815
Si	-11.052	1.448	-2.703
Si	-16.208	-0.406	-2.285
Si	-9.423	-6.618	-2.76
Si	-1.396	-6.664	-3.611
Si	-6.733	1.151	-5.572
Si	-3.794	-6.833	-5.108
Si	-14.685	-4.815	-2.622
Si	-3.218	3.215	-5.343
Si	-2.746	5.328	-3.437
Si	-16.654	-3.163	18.389
Si	-5.701	-6.355	19.101
Si	-4.253	0.384	-4.481
Si	-1.385	-0.457	-4.649
Si	4.667	6.234	-2.676
Si	-0.622	-2.981	18.491
Si	0.751	7.186	-6.412
Si	-12.235	3.355	20.423
Si	-9.87	4.208	-2.876
Si	-8.669	-5.408	18.386
Si	-3.127	6.766	-6.037
Si	-16.448	3.392	-4.854
Si	-3.664	-0.169	18.899
Si	-15.433	-6.314	-5.074
Si	-9.53	0.149	-4.675
Si	-13.937	-6.847	20.809
Si	-12.076	4.944	18.106
Si	-6.237	-7.39	-6.393
Si	2.038	3.351	-6.276
Si	-9.642	-2.323	-2.927
Si	-11.625	-4.649	-2.591
Si	-5.182	5.314	-1.888
Si	-0.23	5.504	-1.588
Si	-2.281	-2.217	20.837
Si	-3.59	-5.083	20.722
Si	-8.665	-5.776	-5.42
Si	1.372	-1.401	5.988
Si	4.006	1.362	6.027
Si	1.31	4.053	5.996
Si	3.95	6.784	6.058
Si	1.359	-6.819	6.003
Si	4.053	-4.12	6.004
Si	6.733	-1.394	6.082
Si	9.369	1.312	6.122
Si	6.676	4.044	6.117
Si	9.38	6.768	6.166
Si	6.682	9.521	6.079
Si	9.378	-4.102	6.134
Si	12.114	-1.372	6.16
Si	14.821	1.356	6.221
Si	12.119	4.033	6.198
Si	14.813	6.783	6.225
Si	12.121	9.484	6.169
Si	14.849	-4.102	6.171
Si	17.549	-1.434	6.211
Si	20.253	1.335	6.279
Si	17.553	4.078	6.222
Si	20.302	6.799	6.245
Si	17.587	9.513	6.249
Si	20.32	-4.145	6.195
Si	22.971	-1.382	6.298
Si	25.659	1.351	6.319
Si	23.023	4.036	6.311
Si	25.697	6.771	6.284
Si	23.035	9.483	6.208
Si	25.744	-4.125	6.309
Si	28.44	-1.373	6.352
Si	31.145	1.291	6.38
Si	28.381	4.1	6.384
Si	31.147	6.795	6.294
Si	28.444	9.461	6.332
Si	31.157	-4.113	6.325
Si	33.892	-1.41	6.266
Si	36.61	1.34	6.134
Si	33.897	4.029	6.267
Si	36.55	6.751	6.147
Si	33.873	-6.844	6.259
Si	36.575	-4.122	6.18
Si	39.319	-1.397	6.106
Si	41.973	1.352	6.029
Si	39.263	4.031	6.074
Si	42.004	6.767	6.013
Si	39.265	9.473	6.082
Si	41.988	-4.125	6.022
Si	44.757	-1.388	5.984
Si	47.506	1.369	5.81
Si	44.747	4.08	5.923
Si	47.468	6.746	5.786
Si	44.748	9.408	5.96
Si	47.509	-4.122	5.878
Si	50.235	-1.35	5.722
Si	52.973	1.376	5.475
Si	50.242	4.034	5.628
Si	52.984	6.798	5.489
Si	50.25	9.496	5.666
Si	52.98	-4.06	5.505
Si	55.716	-1.329	5.32
Si	58.472	1.398	5.221
Si	55.71	4.113	5.314
Si	58.435	6.859	5.226
Si	55.686	9.518	5.374
Si	58.433	-4.024	5.239
Si	61.182	-1.363	5.164
Si	63.914	1.421	5.083
Si	61.181	4.115	5.129
Si	63.898	6.866	5.092
Si	61.171	-6.783	5.129
Si	63.918	-4.051	5.141
Si	66.63	-1.29	5.093
Si	-61.141	1.468	5.008
Si	66.659	4.137	5.027
Si	-61.173	6.847	5.004
Si	66.643	-6.76	5.064
Si	-61.188	-4.01	5.035
Si	-58.462	-1.262	4.967
Si	-55.757	1.446	4.957
Si	-58.429	4.145	4.92
Si	-55.722	6.865	4.965
Si	-58.445	-6.742	4.986
Si	-55.748	-4.004	4.981
Si	-52.98	-1.279	4.978
Si	-50.224	1.36	4.987
Si	-52.98	4.129	5.018
Si	-50.277	6.807	5.028
Si	-52.986	-6.749	5.029
Si	-50.205	-4.078	5.041
Si	-47.466	-1.377	4.992
Si	-44.781	1.32	5.044
Si	-47.492	4.063	5.048
Si	-44.764	6.79	5.078
Si	-47.479	-6.787	5.07
Si	-44.741	-4.102	5.045
Si	-42.057	-1.384	5.137
Si	-39.327	1.388	5.19
Si	-42.03	4.039	5.105
Si	-39.341	6.813	5.191
Si	-42.001	-6.789	5.086
Si	-39.31	-4.051	5.138
Si	-36.641	-1.335	5.143
Si	-33.928	1.402	5.208
Si	-36.647	4.094	5.273
Si	-33.932	6.853	5.268
Si	-36.616	-6.794	5.246
Si	-33.923	-3.984	5.262
Si	-31.199	-1.268	5.161
Si	-28.491	1.399	5.031
Si	-31.21	4.066	5.177
Si	-28.485	6.829	5.13
Si	-31.17	-6.765	5.212
Si	-28.469	-4.031	5.1
Si	-25.792	-1.318	5.003
Si	-23.063	1.388	4.99
Si	-25.784	4.109	4.962
Si	-23.084	6.803	5.042
Si	-25.759	-6.759	5.068
Si	-23.086	-4.021	5.013
Si	-20.354	-1.333	5.009
Si	-17.632	1.392	5.126
Si	-20.308	4.106	5.053
Si	-17.603	6.793	5.096
Si	-20.313	-6.789	5.065
Si	-17.66	-4.061	5.124
Si	-14.913	-1.321	5.277
Si	-12.245	1.425	5.375
Si	-14.912	4.099	5.204
Si	-12.22	6.817	5.37
Si	-14.902	9.505	5.196
Si	-12.174	-4.086	5.348
Si	-9.456	-1.373	5.516
Si	-6.79	1.317	5.649
Si	-9.523	4.088	5.511
Si	-6.835	6.811	5.68
Si	-9.485	-6.809	5.534
Si	-6.761	-4.065	5.652
Si	-4.096	-1.376	5.794
Si	-1.413	1.385	5.938
Si	-4.097	4.039	5.826
Si	-1.371	6.8	5.911
Si	-4.067	-6.806	5.845
Si	-1.33	-4.054	5.929
Si	2.65	-0.013	7.386
Si	5.315	2.685	7.465
Si	2.595	5.421	7.413
Si	5.313	8.139	7.429
Si	2.68	-5.464	7.386
Si	5.344	-2.752	7.429
Si	8.033	-0.045	7.503
Si	10.717	2.675	7.517
Si	8.01	5.402	7.503
Si	10.738	8.132	7.53
Si	8.014	-5.463	7.496
Si	10.74	-2.744	7.507
Si	13.448	-0.017	7.558
Si	16.174	2.727	7.577
Si	13.447	5.412	7.568
Si	16.195	8.142	7.571
Si	13.472	-5.464	7.531
Si	16.184	-2.761	7.581
Si	18.885	-0.047	7.589
Si	21.627	2.686	7.642
Si	18.918	5.435	7.59
Si	21.671	8.147	7.604
Si	18.946	-5.451	7.602
Si	21.614	-2.762	7.606
Si	24.33	-0.026	7.674
Si	27.026	2.702	7.698
Si	24.354	5.419	7.667
Si	27.071	8.108	7.657
Si	24.357	-5.482	7.622
Si	27.088	-2.758	7.684
Si	29.798	-0.046	7.736
Si	32.534	2.695	7.651
Si	29.801	5.444	7.679
Si	32.509	-8.166	7.647
Si	29.794	-5.47	7.67
Si	32.537	-2.745	7.648
Si	35.273	-0.002	7.546
Si	37.971	2.693	7.503
Si	35.25	5.42	7.591
Si	37.954	8.116	7.481
Si	35.256	-5.47	7.579
Si	37.956	-2.721	7.489
Si	40.693	-0.018	7.441
Si	43.42	2.71	7.312
Si	40.683	5.397	7.389
Si	43.414	8.102	7.361
Si	40.662	-5.462	7.414
Si	43.413	-2.759	7.338
Si	46.18	0.011	7.227
Si	48.936	2.72	7.091
Si	46.172	5.421	7.231
Si	48.907	8.132	7.053
Si	46.156	-5.491	7.229
Si	48.915	-2.715	7.119
Si	51.684	0.028	6.941
Si	54.384	2.758	6.736
Si	51.645	5.44	6.892
Si	54.398	8.147	6.791
Si	51.667	-5.431	6.926
Si	54.406	-2.686	6.764
Si	57.127	0.036	6.613
Si	59.871	2.743	6.543
Si	57.131	5.457	6.619
Si	59.859	-8.137	6.539
Si	57.111	-5.413	6.627
Si	59.852	-2.708	6.557
Si	62.587	0.02	6.462
Si	65.33	2.75	6.401
Si	62.587	5.458	6.454
Si	65.311	-8.138	6.433
Si	62.577	-5.45	6.467
Si	65.312	-2.693	6.462
Si	-62.49	0.06	6.366
Si	-59.76	2.802	6.352
Si	-62.511	5.474	6.382
Si	-59.799	-8.124	6.351
Si	-62.531	-5.403	6.4
Si	-59.796	-2.647	6.346
Si	-57.081	0.068	6.346
Si	-54.365	2.764	6.346
Si	-57.078	5.49	6.32
Si	-54.351	-8.131	6.355
Si	-57.088	-5.383	6.339
Si	-54.342	-2.659	6.333
Si	-51.613	0.051	6.357
Si	-48.88	2.714	6.383
Si	-51.621	5.462	6.402
Si	-48.886	-8.152	6.388
Si	-51.609	-5.399	6.389
Si	-48.843	-2.703	6.377
Si	-46.143	-0.025	6.405
Si	-43.43	2.688	6.429
Si	-46.147	5.435	6.423
Si	-43.395	-8.152	6.428
Si	-46.115	-5.427	6.429
Si	-43.429	-2.738	6.474
Si	-40.705	-0.006	6.503
Si	-38.009	2.732	6.603
Si	-40.71	5.429	6.498
Si	-37.99	-8.147	6.575
Si	-40.674	-5.422	6.489
Si	-37.983	-2.693	6.523
Si	-35.277	0.007	6.542
Si	-32.564	2.744	6.569
Si	-35.277	5.474	6.611
Si	-32.538	-8.119	6.579
Si	-35.271	-5.397	6.578
Si	-32.541	-2.631	6.566
Si	-29.825	0.088	6.48
Si	-27.136	2.775	6.377
Si	-29.856	5.475	6.492
Si	-27.125	-8.121	6.451
Si	-29.835	-5.364	6.511
Si	-27.118	-2.658	6.429
Si	-24.429	0.051	6.357
Si	-21.709	2.737	6.379
Si	-24.447	5.43	6.385
Si	-21.714	-8.143	6.39
Si	-24.419	-5.38	6.405
Si	-21.725	-2.656	6.382
Si	-19.031	0.023	6.437
Si	-16.302	2.728	6.546
Si	-18.979	5.439	6.455
Si	-16.282	8.144	6.521
Si	-19.011	-5.415	6.472
Si	-16.326	-2.712	6.543
Si	-13.623	0.037	6.693
Si	-10.929	2.736	6.825
Si	-13.608	5.428	6.665
Si	-10.918	-8.162	6.81
Si	-13.595	-5.455	6.634
Si	-10.909	-2.717	6.786
Si	-8.198	-0.017	6.965
Si	-5.509	2.677	7.094
Si	-8.23	5.43	6.952
Si	-5.509	-8.167	7.101
Si	-8.185	-5.439	6.939
Si	-5.488	-2.729	7.109
Si	-2.813	0.004	7.214
Si	-0.078	2.71	7.34
Si	-2.769	5.418	7.201
Si	-0.054	8.144	7.321
Si	-2.746	-5.44	7.223
Si	-0.031	-2.72	7.339
Si	1.239	1.332	8.724
Si	3.933	4.052	8.801
Si	1.219	6.771	8.75
Si	3.957	9.481	8.808
Si	1.273	-4.113	8.714
Si	3.959	-1.388	8.784
Si	6.637	1.31	8.847
Si	9.346	4.036	8.88
Si	6.631	6.766	8.832
Si	9.363	9.492	8.881
Si	6.643	-4.115	8.85
Si	9.376	-1.396	8.884
Si	12.069	1.339	8.912
Si	14.804	4.073	8.939
Si	12.067	6.763	8.914
Si	14.82	9.498	8.919
Si	12.092	-4.108	8.881
Si	14.812	-1.381	8.913
Si	17.529	1.348	8.924
Si	20.265	4.077	8.966
Si	17.538	6.787	8.949
Si	20.303	9.506	8.964
Si	17.562	-4.099	8.953
Si	20.25	-1.394	8.952
Si	22.974	1.333	9.023
Si	25.692	4.068	9.059
Si	22.994	6.788	9.002
Si	25.722	9.49	8.989
Si	23.001	-4.097	8.959
Si	25.725	-1.378	9.022
Si	28.426	1.354	9.04
Si	31.182	4.072	9.002
Si	28.444	6.791	9.036
Si	31.162	-6.802	9.022
Si	28.459	-4.107	9.044
Si	31.197	-1.394	9.044
Si	33.926	1.328	8.957
Si	36.652	4.061	8.906
Si	33.895	-9.535	8.964
Si	36.655	9.505	8.89
Si	33.921	-4.095	8.965
Si	36.654	-1.338	8.893
Si	39.379	1.358	8.836
Si	42.106	4.067	8.718
Si	39.38	6.777	8.792
Si	42.116	9.532	8.717
Si	39.362	-4.066	8.802
Si	42.128	-1.355	8.74
Si	44.849	1.366	8.627
Si	47.622	4.076	8.508
Si	44.858	6.763	8.645
Si	47.604	9.484	8.491
Si	44.842	-4.108	8.623
Si	47.586	-1.364	8.513
Si	50.35	1.357	8.372
Si	53.066	4.077	8.167
Si	50.329	6.773	8.337
Si	53.082	9.504	8.195
Si	50.354	-4.085	8.355
Si	53.096	-1.345	8.202
Si	55.79	1.373	8.019
Si	58.528	4.088	7.936
Si	55.81	6.765	8.062
Si	58.522	-6.787	7.914
Si	55.796	-4.076	8.052
Si	58.522	-1.346	7.919
Si	61.259	1.366	7.862
Si	63.986	4.093	7.775
Si	61.251	-9.525	7.847
Si	63.973	-6.794	7.808
Si	61.245	-4.105	7.837
Si	63.959	-1.351	7.818
Si	66.705	1.383	7.736
Si	-61.128	4.118	7.74
Si	66.691	-9.515	7.759
Si	-61.168	-6.798	7.734
Si	66.692	-4.07	7.795
Si	-61.145	-1.317	7.728
Si	-58.429	1.415	7.726
Si	-55.72	4.135	7.703
Si	-58.442	-9.489	7.707
Si	-55.726	-6.758	7.689
Si	-58.445	-4.034	7.693
Si	-55.698	-1.298	7.708
Si	-52.98	1.41	7.713
Si	-50.24	4.088	7.742
Si	-52.992	-9.487	7.73
Si	-50.248	-6.77	7.743
Si	-52.978	-4.011	7.717
Si	-50.237	-1.318	7.698
Si	-47.527	1.345	7.746
Si	-44.792	4.066	7.778
Si	-47.527	-9.511	7.769
Si	-44.753	-6.789	7.79
Si	-47.489	-4.044	7.767
Si	-44.796	-1.351	7.808
Si	-42.083	1.361	7.839
Si	-39.368	4.117	7.921
Si	-42.062	-9.508	7.823
Si	-39.328	-6.751	7.902
Si	-42.056	-4.079	7.849
Si	-39.351	-1.359	7.882
Si	-36.627	1.363	7.924
Si	-33.893	4.114	7.943
Si	-36.632	-9.478	7.955
Si	-33.913	-6.76	7.926
Si	-36.629	-4.037	7.917
Si	-33.92	-1.32	7.942
Si	-31.188	1.392	7.899
Si	-28.486	4.1	7.804
Si	-31.197	-9.508	7.898
Si	-28.5	-6.772	7.828
Si	-31.201	-4.03	7.894
Si	-28.476	-1.299	7.808
Si	-25.779	1.405	7.732
Si	-23.095	4.067	7.747
Si	-25.802	-9.537	7.768
Si	-23.063	-6.759	7.74
Si	-25.78	-4.033	7.78
Si	-23.07	-1.273	7.741
Si	-20.392	1.387	7.796
Si	-17.691	4.073	7.886
Si	-20.374	-9.513	7.765
Si	-17.651	9.54	7.83
Si	-20.378	-4.005	7.771
Si	-17.708	-1.326	7.86
Si	-15.022	1.374	8.014
Si	-12.324	4.092	8.137
Si	-15.002	6.791	7.975
Si	-12.321	-6.801	8.095
Si	-14.982	-4.059	7.939
Si	-12.311	-1.34	8.095
Si	-9.624	1.357	8.24
Si	-6.926	4.069	8.36
Si	-9.627	-9.529	8.247
Si	-6.911	-6.793	8.386
Si	-9.633	-4.074	8.207
Si	-6.903	-1.356	8.398
Si	-4.204	1.363	8.529
Si	-1.472	4.081	8.646
Si	-4.182	-9.546	8.482
Si	-1.459	9.503	8.627
Si	-4.181	-4.09	8.513
Si	-1.466	-1.348	8.606
Si	-0.17	-0.014	10.045
Si	2.542	2.693	10.14
Si	-0.174	5.418	10.083
Si	2.565	8.11	10.138
Si	-0.134	-5.473	10.025
Si	2.565	-2.749	10.125
Si	5.252	-0.025	10.21
Si	7.962	2.68	10.231
Si	5.263	5.403	10.2
Si	7.973	8.111	10.217
Si	5.271	10.839	10.213
Si	7.987	-2.757	10.221
Si	10.697	-0.017	10.27
Si	13.426	2.71	10.279
Si	10.682	5.406	10.263
Si	13.445	8.121	10.264
Si	10.735	10.847	10.25
Si	13.437	-2.74	10.256
Si	16.163	-0.006	10.274
Si	18.875	2.72	10.296
Si	16.146	5.443	10.303
Si	18.919	8.142	10.302
Si	16.187	10.85	10.288
Si	18.903	-2.726	10.33
Si	21.601	-0.044	10.331
Si	24.324	2.698	10.401
Si	21.622	5.425	10.345
Si	24.375	8.139	10.351
Si	21.649	10.888	10.328
Si	24.358	-2.761	10.344
Si	27.082	-0.018	10.4
Si	29.818	2.717	10.364
Si	27.095	5.424	10.385
Si	29.8	8.162	10.386
Si	27.084	10.835	10.365
Si	29.828	-2.734	10.397
Si	32.585	-0.011	10.358
Si	35.296	2.703	10.283
Si	32.544	5.436	10.352
Si	35.289	-8.147	10.263
Si	32.531	-5.413	10.335
Si	35.29	-2.683	10.265
Si	38.042	0.026	10.233
Si	40.805	2.722	10.143
Si	38.068	5.428	10.21
Si	40.782	8.176	10.082
Si	38.033	10.919	10.198
Si	40.778	-2.701	10.113
Si	43.533	0.019	10.06
Si	46.295	2.72	9.905
Si	43.531	5.413	10.031
Si	46.291	8.14	9.914
Si	43.542	10.878	10.051
Si	46.243	-2.71	9.907
Si	49.02	-0.001	9.778
Si	51.777	2.748	9.622
Si	49.036	5.446	9.806
Si	51.77	8.138	9.597
Si	49.022	10.88	9.753
Si	51.766	-2.696	9.61
Si	54.508	0.027	9.476
Si	57.191	2.72	9.323
Si	54.488	5.398	9.471
Si	57.232	8.147	9.309
Si	54.49	10.881	9.475
Si	57.216	-2.709	9.325
Si	59.93	-0.023	9.237
Si	62.677	2.719	9.165
Si	59.94	5.434	9.251
Si	62.663	-8.193	9.17
Si	59.929	-5.455	9.226
Si	62.64	-2.776	9.163
Si	65.392	-0.008	9.114
Si	68.078	2.722	9.086
Si	65.375	5.413	9.125
Si	68.05	-8.171	9.126
Si	65.357	-5.467	9.166
Si	68.096	-2.716	9.105
Si	-59.79	0.041	9.084
Si	-57.062	2.773	9.085
Si	-59.772	5.472	9.112
Si	-57.088	-8.12	9.058
Si	-59.782	-5.427	9.047
Si	-57.065	-2.694	9.043
Si	-54.327	0.056	9.094
Si	-51.605	2.734	9.099
Si	-54.349	5.473	9.081
Si	-51.623	-8.132	9.088
Si	-54.354	-5.404	9.033
Si	-51.611	-2.626	9.07
Si	-48.894	0.003	9.117
Si	-46.183	2.709	9.117
Si	-48.898	5.447	9.13
Si	-46.142	-8.142	9.116
Si	-48.882	-5.395	9.096
Si	-46.17	-2.681	9.173
Si	-43.458	0.013	9.193
Si	-40.737	2.722	9.227
Si	-43.427	5.425	9.14
Si	-40.721	-8.125	9.198
Si	-43.428	-5.43	9.204
Si	-40.7	-2.73	9.24
Si	-37.982	-0.029	9.26
Si	-35.268	2.746	9.274
Si	-38.003	5.486	9.284
Si	-35.262	-8.115	9.318
Si	-37.944	-5.412	9.289
Si	-35.278	-2.697	9.304
Si	-32.536	0.034	9.277
Si	-29.849	2.796	9.222
Si	-32.538	5.485	9.304
Si	-29.849	-8.129	9.227
Si	-32.575	-5.392	9.269
Si	-29.831	-2.647	9.193
Si	-27.118	0.084	9.137
Si	-24.443	2.719	9.149
Si	-27.142	5.433	9.187
Si	-24.439	-8.149	9.055
Si	-27.156	-5.386	9.147
Si	-24.424	-2.627	9.079
Si	-21.774	0.084	9.18
Si	-19.057	2.693	9.229
Si	-21.744	5.428	9.094
Si	-19.029	-8.151	9.135
Si	-21.732	-5.363	9.092
Si	-19.088	-2.645	9.218
Si	-16.403	-0.018	9.328
Si	-13.711	2.708	9.444
Si	-16.383	5.42	9.296
Si	-13.689	8.132	9.406
Si	-16.348	10.891	9.255
Si	-13.723	-2.696	9.407
Si	-11.029	-0.006	9.548
Si	-8.336	2.724	9.669
Si	-11.008	5.429	9.57
Si	-8.325	-8.174	9.664
Si	-11.045	-5.423	9.51
Si	-8.359	-2.722	9.641
Si	-5.621	0.022	9.819
Si	-2.893	2.724	9.938
Si	-5.59	5.411	9.764
Si	-2.876	-8.202	9.906
Si	-5.608	-5.445	9.807
Si	-2.87	-2.715	9.901
O	14.786	-1.384	19.709
O	7.889	-0.779	20.303
O	3.531	1.583	18.64
O	6.272	3.471	18.411
O	11.99	4.871	-0.589
O	3.82	-5.039	21.145
O	3.56	6.883	18.714
O	3.004	-6.067	-4.879
O	9.761	2.412	18.127
O	11.247	-0.277	-6.207
O	-1.871	-3.002	17.481
O	5.009	-2.759	16.883
O	4.081	-6.774	-2.534
O	11.841	-2.687	-5.433
O	9.075	-4.281	-0.723
O	0.878	6.249	-2.49
O	12.205	-2.317	-2.925
O	9.537	7.027	18.619
O	13.07	-4.568	-4.196
O	8.899	-5.051	20.964
O	10.734	-7.805	20.489
O	3.621	0.856	-0.88
O	7.016	-6.798	18.201
O	2.232	-0.191	17.303
O	12.63	-1.239	18.18
O	18.713	5.374	20.598
O	-4.05	4.586	18.113
O	1.774	-7.796	-3.406
O	14.822	7.004	18.434
O	11.974	-7.248	18.313
O	17.357	-6.334	-4.058
O	17.014	-1.713	18.29
O	21.086	5.574	-4.194
O	5.586	0.204	-3.233
O	4.031	-4.494	18.476
O	-0.52	2.485	17.262
O	5.531	-6.499	-5.239
O	11.915	4.164	18.807
O	5.692	7.883	19.905
O	-1.457	5.013	-2.519
O	-0.43	-8.159	17.272
O	15.03	-2.919	-2.114
O	9.237	-1.789	-5.531
O	19.152	-1.632	-6.355
O	10.413	4.96	-2.67
O	15.429	5.065	-2.426
O	5.986	-6.962	-0.666
O	15.104	-3.558	18.296
O	17.591	6.313	-1.474
O	9.678	4.457	-5.089
O	15.94	-5.577	-6.129
O	11.107	-5.207	19.684
O	5.123	-8.147	17.139
O	10.69	-2.726	17.265
O	-7.51	7.274	20.983
O	0.795	4.554	18.166
O	13.454	5.768	20.345
O	14.216	-7.086	-4.405
O	15.528	-4.583	-0.165
O	9.312	4.118	20.114
O	15.227	-6.748	19.257
O	13.555	-2.808	0.382
O	4.056	-0.07	20.666
O	16.649	-3.198	20.362
O	11.178	7.282	-1.696
O	20.019	3.275	-4.86
O	8.683	0.086	17.919
O	15.969	7.604	-3.057
O	16.226	5.24	0.748
O	2.64	8.14	0.044
O	2.342	7.306	-6.159
O	14.337	-2.215	-4.452
O	10.493	1.748	20.545
O	13.017	-6.525	20.71
O	6.424	-5.904	20.485
O	6.785	-1.674	18.22
O	8.11	8	0.193
O	-0.82	0.824	-5.487
O	1.488	-0.789	-0.79
O	2.885	-2.721	0.121
O	9.908	2.445	-3.272
O	-43.298	-0.09	-0.861
O	9.584	5.85	-0.325
O	-0.902	-5.562	-2.557
O	19.162	-4.269	20.625
O	12.727	0.25	20.239
O	5.403	4.807	-2.888
O	56.512	-3.215	-3.353
O	6.772	-6.482	-3.022
O	13.454	-5.359	17.328
O	54.62	-0.367	20.977
O	6.285	0.796	18.69
O	11.604	-1.277	-0.65
O	13.514	2.839	0.3
O	2.58	2.87	0.167
O	16.006	5.554	20.987
O	0.662	-6.629	-0.673
O	-0.013	-4.123	-0.71
O	14.349	0.777	18.287
O	-47.287	-6.337	17.029
O	20.052	5.914	-0.571
O	19.584	7.869	20.272
O	23.274	-7.249	-6.546
O	15.134	0.937	-0.473
O	-61.587	-5.499	16.909
O	8.178	2.811	0.314
O	6.691	4.63	-0.694
O	13.441	7.374	-2.776
O	10.069	-2.789	20.221
O	30.785	4.224	-4.623
O	-54.856	0.065	18.568
O	5.71	7.477	-2.603
O	6.365	0.018	-0.676
O	8.117	-1.912	-0.19
O	9.947	1.332	-0.782
O	10.724	-0.034	-2.826
O	9.659	-2.3	-2.262
O	7.824	5.377	17.509
O	7.888	2.087	20.075
O	15.12	6.986	-0.658
O	10.972	-5.673	0.261
O	1.891	-4.115	19.739
O	7.932	4.149	-3.073
O	52.914	6.656	17.618
O	29.044	-3.431	-5.306
O	23.082	1.569	18.944
O	20.503	1.799	18.629
O	22.079	3.702	17.839
O	29.363	5.755	20.483
O	20.783	-1.477	-4.425
O	19.879	1.294	-3.269
O	19.83	6.138	18.293
O	18.413	-6.425	-6.548
O	26.988	2.572	17.471
O	23.849	-2.393	20.828
O	18.332	-6.632	18.625
O	21.616	-2.657	17.349
O	22.021	-5.627	-2.545
O	25.691	-1.2	-4.977
O	26.099	-3.726	-0.712
O	40.043	-3.954	19.906
O	26.762	-1.302	-2.544
O	25.73	6.74	18.708
O	24.123	-6.752	-4.113
O	22.732	-2.998	-5.286
O	28.566	-5.371	20.483
O	14.128	3.803	-4.456
O	23.736	-5.202	20.619
O	18.848	0.013	17.591
O	26.335	-1.407	20.481
O	28.273	-0.813	18.541
O	35.366	6.825	20.397
O	29.168	-1.923	-1.749
O	59.672	7.093	17.051
O	19.5	-5.995	-2.81
O	30.721	6.562	18.316
O	28.375	-7.174	18.573
O	-22.619	1.297	-1.911
O	32.153	-7.061	-5.255
O	33.92	-1.984	18.318
O	36.444	5.529	-5.58
O	19.276	-0.868	-2.026
O	19.912	-4.428	18.201
O	-24.795	4.317	-4.071
O	24.324	0.096	20.726
O	16.011	2.63	17.504
O	17.149	0.688	-2.121
O	33.252	2.515	19.809
O	16.448	-7.843	17.241
O	-1.622	3.282	-5.695
O	24.166	-0.827	-2.871
O	31.6	-3.306	18.26
O	22.255	-2.625	-2.666
O	26.047	3.487	-1.421
O	31.143	7.853	-1.676
O	22.44	-6.508	-0.2
O	-17.173	-2.611	19.819
O	28.565	4.132	18.696
O	25.557	7.2	21.274
O	35.662	3.151	-4.89
O	27.895	-7.844	21.118
O	21.546	7.994	17.527
O	26.991	-2.765	17.548
O	-56.541	-5.599	19.172
O	17.189	4.547	18.715
O	28.099	3.042	-3.014
O	30.695	-3.248	-3.3
O	31.123	-3.581	-0.744
O	27.926	0.731	-4.619
O	30.346	-7.225	20.314
O	25.385	-4.588	18.604
O	29.582	-2.493	0.843
O	23.341	5.088	-5.491
O	29.989	-1.032	-4.645
O	26.046	8.022	-2.921
O	35.715	3.202	20.53
O	-13.821	0.821	-5.446
O	29.779	-6.613	-0.465
O	20.281	0.754	-5.815
O	32.228	5.32	0.434
O	19.11	8.1	0.394
O	23.212	-6.832	18.713
O	28.368	0.643	-2.045
O	31.656	-1.214	-1.992
O	26.289	-4.223	21.07
O	21.135	-5.955	20.056
O	-49.444	-0.089	-0.99
O	35.826	-6.082	-4.676
O	26.72	4.997	20.414
O	23.364	-0.977	18.448
O	24.445	-8.127	0.387
O	20.045	1.322	-0.66
O	17.163	-1.445	-0.621
O	19.093	-2.81	0.406
O	21.369	5.945	20.439
O	26.011	1.488	-3.112
O	19.102	4.633	-2.746
O	26.235	6.655	-0.645
O	6.243	2.397	-1.998
O	34.049	-4.21	-5.803
O	30.2	1.66	-4.986
O	22.788	4.417	-0.501
O	36.665	-1.649	-5.233
O	28.615	-0.239	21.018
O	23.821	-4.511	-1.213
O	29.97	-5.368	17.572
O	21.973	3.423	20.365
O	24.019	5.293	20.197
O	27.636	-0.821	-0.006
O	29.831	2.584	0.45
O	18.204	3.977	-0.368
O	33.752	4.851	20.847
O	17.618	-6.796	-1.162
O	14.705	-5.528	-2.413
O	-23.461	-6.722	18.917
O	52	-4.599	-6.32
O	36.668	6.833	-0.81
O	32.944	-6.969	20.378
O	21.649	-3.504	19.938
O	34.347	7.091	-5.222
O	31.339	0.495	-0.047
O	21.805	-0.075	-2.064
O	24.236	2.677	0.786
O	31.428	4.423	19.525
O	26.599	-6.788	-4.974
O	47.836	-6.282	-2.843
O	28.3	4.362	-0.61
O	20.673	-4.139	-4.196
O	21.182	-4.248	-0.439
O	-50.078	1.38	20.632
O	21.695	-0.029	0.726
O	23.312	-1.629	-0.489
O	25.471	1.052	-0.622
O	25.19	-3.218	-3.183
O	25.866	-5.668	-2.584
O	24.18	5.278	17.345
O	52.739	-0.035	-5.823
O	29.906	6.592	0.05
O	27.429	-5.54	0.383
O	25.791	-6.665	20.265
O	-14.08	-0.167	16.864
O	21.438	3.521	-2.613
O	-26.195	-3.522	20.622
O	46.654	-3.499	20.165
O	40.58	2.722	-5.552
O	37.288	4.968	19.474
O	39.103	3.845	17.937
O	46.977	7.53	19.533
O	40.983	-3.06	-5.338
O	35.99	0.774	-0.827
O	36.425	6.935	18.115
O	43.043	2.613	17.743
O	43.681	-3.309	-6.235
O	34.484	-6.741	18.197
O	38.292	-2.783	17.43
O	37.744	-5.741	-2.902
O	42.457	0.025	19.166
O	41.535	-3.571	-0.395
O	32.614	5.813	-3.612
O	42.714	1.071	-3.394
O	62.391	4.052	16.815
O	37.984	-6.197	20.338
O	41.327	-6.269	19.683
O	34.357	3.265	-2.742
O	42.328	8.085	20.881
O	35.452	0.163	17.57
O	43.434	-0.976	-4.871
O	47.811	-1.231	19.669
O	51.917	-7.002	20.053
O	43.936	-2.973	-1.683
O	31.006	1.825	18.658
O	33.385	-7.999	-3.165
O	52.449	2.779	19.876
O	45.216	-7.566	17.836
O	-22.185	-0.802	-3.456
O	46.346	-7.696	-5.407
O	50.161	-0.221	19.514
O	53.593	4.364	-5.785
O	35.798	1.136	-3.371
O	36.778	-4.666	18.463
O	44.711	1.223	19.237
O	43.733	3.603	20.099
O	32.723	2.854	17.132
O	48.519	4.063	-6.453
O	-35.72	-3.08	-6.216
O	45.788	2.532	0.017
O	32.607	8.136	17.324
O	40.276	0.883	-2.276
O	55.106	1.082	-2.554
O	43.268	5.219	-3.091
O	45.605	8.059	-3.021
O	38.388	-6.791	-0.596
O	47.923	-3.284	17.906
O	45.413	3.599	18.127
O	39.703	-5.685	17.835
O	50.593	2.801	-3.55
O	45.495	-6.753	20.225
O	-13.078	-4.241	17.746
O	38.282	-7.902	17.195
O	43.705	-2.757	17.099
O	-62.591	3.151	-3.924
O	34.536	4.304	18.355
O	44.756	6.406	-4.91
O	38.168	3.666	-5.408
O	47.56	-4.734	-0.627
O	67.218	-4.202	18.265
O	47.644	-2.436	-5.257
O	41.945	-4.321	18.119
O	45.966	-2.716	0.252
O	39.495	3.718	-3.229
O	44.01	-1.178	20.711
O	-6.056	0.768	-0.833
O	52.302	5.388	19.873
O	40.885	1.033	17.527
O	45.068	-7.183	-0.693
O	43.946	1.622	-6.452
O	48.653	5.484	-0.084
O	34.792	-8.077	0.239
O	46.461	2.448	-6.298
O	47.545	-1.05	-2.968
O	45.586	-2.731	-3.742
O	60.689	-6.031	20.186
O	45.214	1.093	-4.364
O	45.623	-4.931	-2.391
O	42.204	5.678	19.826
O	40.087	-1.212	18.428
O	40.393	7.996	0.1
O	36.994	3.3	-2.516
O	33.608	-0.788	-0.394
O	35.123	-2.783	0.296
O	-22.347	5.283	-3.832
O	-24.349	0.824	-3.828
O	42.002	6.09	-0.848
O	32.523	-6.588	-0.351
O	52.565	-1.467	19.756
O	53.069	-6.307	-2.941
O	14.773	-0.248	-2.745
O	39.114	-4.4	-1.003
O	46.619	-5.432	17.047
O	38.555	2.777	20.179
O	41.145	3.29	20.125
O	43.968	-0.93	-0.061
O	-8.965	5.599	19.757
O	57.739	2.973	19.738
O	49.468	-7.948	19.776
O	31.369	-6.254	-2.734
O	48.101	0.768	17.993
O	31.839	3.616	-2.289
O	52.969	6.369	-1.082
O	49.976	-5.349	19.44
O	-59.808	3.3	-6.359
O	50.463	-6.502	-3.346
O	47.22	0.462	-0.783
O	37.89	-0.2	-2.41
O	40.485	2.714	0.282
O	38.72	4.368	-0.788
O	43.429	-4.284	-3.797
O	48.201	1.276	20.52
O	43.86	4.165	-0.757
O	-56.336	5.943	19.963
O	36.602	-4.79	-0.654
O	36.784	-8.122	-3.175
O	37.937	-0.172	0.429
O	39.576	-1.867	-0.671
O	42.36	1.347	-0.767
O	67.106	4.245	-1.766
O	42.108	-0.989	-1.897
O	35.432	-6.021	20.389
O	40.95	5.575	17.185
O	44.45	7.131	19.738
O	-39.507	0.763	21.099
O	43.244	-5.487	0.158
O	-15.834	4.664	17.761
O	-0.63	8.147	20.896
O	-2.324	6.13	-4.781
O	66.234	-3.913	-5.894
O	53.621	2.996	-3.544
O	53.757	1.541	17.835
O	59.152	-1.466	18.189
O	65.241	-3.229	19.55
O	-7.022	1.49	20.831
O	51.975	7.666	-3.203
O	50.802	-7.093	17.677
O	56.351	5.246	19.731
O	58.593	0.899	17.243
O	-14.037	-5.864	-5.753
O	54.508	-3.088	16.689
O	-12.999	5.828	17.11
O	58.196	-7.537	-3.513
O	58.133	-3.236	-1.362
O	49.064	7.66	-3.05
O	-36.34	-5.075	19.724
O	-18.219	-1.602	-5.986
O	58.404	7.065	-6.45
O	-34.92	-0.045	19.53
O	60.491	7.882	19.417
O	50.522	4.089	21.269
O	58.166	-6.258	19.636
O	52.048	-0.038	16.756
O	-32.403	-8.026	-2.905
O	62.259	-1.406	17.066
O	5.349	-4.41	-3.622
O	56.289	-4.247	-5.84
O	-5.609	0	-5.291
O	-17.082	7.866	16.366
O	63.664	6.151	17.51
O	60.944	-6.699	17.541
O	48.479	1.969	-4.799
O	62.499	-5.243	-5.001
O	66.409	-1.837	17.464
O	64.911	4.109	-6.255
O	-13.385	-7.86	-0.572
O	52.401	-5.165	16.752
O	56.797	-6.768	-5.575
O	61	0.45	18.37
O	49.418	2.774	16.967
O	47.894	-3.654	-2.945
O	1.331	-6.461	18.346
O	-59.115	3.553	16.811
O	44.482	6.625	-1.161
O	48.706	7.07	17.66
O	63.319	0.998	17.186
O	55.641	-2.465	-0.89
O	-9.61	0.97	-3.282
O	58.948	1.509	-1.524
O	64.642	-6.152	-3.671
O	53.933	-3.917	-3.467
O	64.812	-3.836	17.06
O	56.32	3.62	17.589
O	64.071	-7.057	-6.061
O	66.113	5.449	19.499
O	-36.134	-1.877	-4.031
O	61.752	6.422	-3.086
O	54.806	-8.134	16.689
O	60.268	-2.867	16.18
O	-25.669	0.119	19.328
O	-22.661	-4.875	17.237
O	58.775	0.529	19.773
O	64.28	-4.557	-1.562
O	58.763	5.922	19.182
O	64.893	7.792	19.883
O	58.279	-3.824	17.526
O	62.549	-2.75	-0.695
O	55.747	4.362	-4.214
O	59.067	6.433	-3.963
O	65.541	2.858	19.485
O	57.586	-2.698	19.892
O	61.196	-7.512	-1.644
O	55.076	2.184	-5.571
O	65.136	5.636	-0.795
O	51.35	8.131	-0.075
O	48.909	5.787	19.984
O	67.93	3.621	20.158
O	63.288	-0.434	-2.793
O	-0.703	-0.336	-3.176
O	55.567	-6.23	19.908
O	56.588	6.632	-3.104
O	-37.472	-0.495	19.927
O	-31.427	-0.484	-6.153
O	56.554	-1.769	17.662
O	56.72	-7.856	-0.6
O	52.937	1.95	-1.203
O	49.306	-1.149	-0.996
O	51.267	-2.693	-0.2
O	8.124	0.628	-2.559
O	-46.797	3.653	-1.502
O	-43.242	5.205	-6.173
O	58.607	6.999	-1.516
O	-21.687	-4.951	19.759
O	67.698	-0.193	-5.309
O	-16.286	1.802	-4.828
O	54.086	6.124	-3.364
O	-60.601	-1.097	-6.17
O	60.198	2.712	16.329
O	-51.746	7.149	18.541
O	62.833	-5.412	16.381
O	49.627	6.205	-5.288
O	-33.688	6.435	-4.319
O	60.944	-0.97	-1.645
O	62.548	2.821	-0.422
O	-13.321	-2.721	-0.458
O	61.493	4.184	-4.668
O	-60.593	7.96	-4.171
O	-42.184	-4.684	-3.176
O	65.281	2.537	16.4
O	-31.53	5.2	-3.713
O	-60.735	6.749	-1.787
O	-30.907	2.785	-5.908
O	54.309	-5.914	-6.081
O	-62.273	5.812	-3.653
O	64.513	1.422	-1.493
O	52.607	0.566	-3.274
O	56.97	2.848	-0.497
O	55.458	4.697	-1.58
O	-36.415	-0.641	17.439
O	-33.975	-3.361	-4.174
O	60.468	3.747	-1.561
O	49.413	-4	-6.318
O	52.965	-4.41	-1.108
O	-48.755	3.346	19.537
O	-15.422	-7.18	17.713
O	-30.268	-1.388	19.714
O	59.41	2.857	-3.751
O	57.419	1.453	-6.526
O	-47.662	1.316	-2.179
O	-58.613	-1.637	21.249
O	57.611	5.514	16.482
O	-60.934	-1.505	-3.626
O	63.514	7.61	-1.587
O	59.662	-5.397	-0.776
O	-31.837	2.637	-3.556
O	-42.463	6.779	-2.645
O	-1.679	4.201	19.129
O	-51.228	0.791	-5.453
O	-50.62	-3.87	-5.488
O	-58.155	1.779	18.454
O	-60.356	1.235	17.098
O	-31.311	-2.195	17.046
O	-54.181	6.763	18.937
O	-60.229	-2.367	19.373
O	-60.155	3.127	-3.001
O	-60.651	5.296	20.052
O	-61.318	-6.74	-6.069
O	-55.371	2.074	16.783
O	-56.935	0.174	20.066
O	66.659	-6.588	17.357
O	-60.458	-3.14	16.877
O	-61.067	-5.891	-3.464
O	-33.737	0.649	17.368
O	-55.427	-3.599	-1.784
O	-58.048	3.545	-4.468
O	-55.236	1.619	-2.029
O	-56.412	7.189	17.547
O	3.757	6.401	-4.029
O	-60.944	1.023	-4.316
O	-59.105	-6.058	-4.979
O	65.199	-0.175	-6.24
O	-57.292	-8.018	19.79
O	-62.418	-0.167	16.38
O	-55.701	2.374	19.312
O	-54.711	0.114	21.302
O	-46.589	7.564	19.29
O	51.028	4.766	17.634
O	-27.857	-7.802	-5.44
O	58.163	-4.994	-4.167
O	-51.327	6.039	15.953
O	-53.35	-7.832	16.882
O	66.35	-4.245	-3.215
O	-49.061	-5.061	19.045
O	-51.608	-5.488	19.115
O	-49.514	3.947	-5.995
O	-8.212	0.501	-5.511
O	56.423	0.122	-4.617
O	-2.55	0.808	18.175
O	-46.359	8.011	-3.718
O	-52.516	2.484	20.913
O	-10.865	-3.342	-3.152
O	-50.01	5.214	18.104
O	-62.289	-6.439	19.35
O	63.572	5.884	-4.911
O	65.3	7.912	16.396
O	-50.06	-1.415	-5.833
O	-56.181	-0.3	-5.056
O	-24.041	4.714	16.722
O	-58.869	-1.909	-1.736
O	-55.269	4.12	-2.905
O	-52.334	-5.58	-6.4
O	-58.97	-5.939	-1.813
O	-50.469	-3.751	17.347
O	-40.515	8.111	-0.571
O	-55.715	-6.103	-6.249
O	-47.923	3.962	-4.019
O	-53.539	-7.145	19.333
O	-13.152	-4.683	-3.08
O	-59.647	-8.083	16.375
O	-54.29	-2.612	16.333
O	-42.013	4.839	19.785
O	67.077	3.965	17.596
O	-52.194	4.985	-5.422
O	-51.615	-1.207	-3.698
O	-50.437	-4.767	-1.707
O	-38.76	5.847	-4.02
O	-31.332	-3.612	19.313
O	-10.883	0.493	-5.528
O	-51.539	-2.642	-0.65
O	-41.154	6.674	-4.81
O	-3.692	-5.368	-5.791
O	-53.639	6.993	-6.248
O	-33.95	7.304	17.512
O	-57.033	0.127	16.169
O	-52.291	-6.73	-1.629
O	-57.796	2.586	20.938
O	-48.763	5.413	-0.84
O	-62.599	-8.009	-0.781
O	65.968	6.535	-5.979
O	-57.952	-6.206	17.067
O	-52.568	4.696	17.585
O	-53.07	2.704	-3.203
O	-53.017	-2.662	21.231
O	-20.305	-1.005	-1.706
O	-53.885	6.174	-3.744
O	-50.759	-3.174	19.913
O	4.762	-2.136	-2.541
O	-58.595	-1.485	17.375
O	-57.25	-7.87	-0.961
O	-61.875	1.59	-1.867
O	65.576	0.564	-3.739
O	67.765	-2.54	-0.763
O	-58.67	6.389	18.752
O	36.722	-3.915	20.992
O	-38.368	-3.445	19.924
O	-55.842	6.622	-2.049
O	62.561	-7.631	-3.893
O	-46.796	-3.649	17.552
O	17.985	-4.073	-5.391
O	-58.353	4.595	-1.95
O	-45.62	-1.569	19.052
O	-52.043	0.165	19.652
O	-59.436	-3.729	-3.414
O	-51.793	-5.639	16.275
O	-15.535	-0.324	-3.75
O	-49.877	5.601	-3.9
O	-7.367	-6.255	-6.245
O	-51.669	4.013	-1.454
O	-36.574	6.893	-3.343
O	65.682	-0.936	-1.548
O	66.22	-6.325	-1.615
O	66.178	-1.84	-4.286
O	-50.73	1.114	17.43
O	-25.529	-7.326	-4.365
O	-44.593	5.928	-1.503
O	-46.051	6.918	-6.097
O	-52.572	-0.698	17.16
O	3.945	6.272	-1.197
O	-51.23	1.527	-1.698
O	-24.971	-6.377	16.801
O	-57.096	2.785	-0.666
O	-11.029	3.059	-2.97
O	-55.261	-2.085	19.91
O	-53.961	-4.447	19.562
O	-53.798	5.435	-1.154
O	49.08	4.979	-3.063
O	-61.013	-4.302	-1.468
O	-16.717	-6.004	-6.003
O	-59.95	0.178	-0.784
O	-7.411	-0.723	19.554
O	-9.161	-2.355	20.306
O	-10.848	4.137	20.741
O	-53.807	0.092	-3.987
O	-54.971	-4.937	-3.982
O	-57.129	5.202	16.192
O	-54.207	4.451	20.312
O	-50.692	6.966	-1.781
O	-54.393	-5.546	-0.538
O	-57.201	-4.226	-5.234
O	-60.685	7.869	19.797
O	-58.394	-3.93	18.323
O	-54.815	-3.589	-6.172
O	-2.717	-7.94	0
O	-41.862	1.27	18.253
O	-44.33	1.698	17.318
O	-42.554	3.607	17.278
O	-36.006	7.152	-5.967
O	-44.604	0.436	20.612
O	-43.529	2.593	19.657
O	1.232	1.32	-2.176
O	-44.553	-4.315	-6.279
O	-39.208	2.466	16.914
O	-40.927	-2.97	19.967
O	-9.92	-6.741	-5.751
O	-43.529	-2.919	16.412
O	13.338	3.183	20.754
O	17.092	3.25	21.031
O	-42.252	-6.559	-1.468
O	-47.833	-6.318	-4.449
O	-37.537	-4.703	-0.845
O	-38.594	6.689	17.067
O	-16.503	6.896	18.859
O	-42.273	-2.966	-6.005
O	-38.184	-6.826	20.566
O	-50.449	3.09	-3.643
O	35.588	-1.288	-2.718
O	-46.182	0.12	16.381
O	-39.767	-0.221	18.712
O	-39.033	1.203	-1.81
O	-30.187	8.103	-6.43
O	-39.792	1.019	-4.371
O	-51.695	4.917	20.043
O	-44.282	-5.685	-4.118
O	-35.408	5.421	16.495
O	-36.971	-6.826	17.938
O	-49.277	-0.062	-3.712
O	-37.19	-7.174	-4.744
O	-26.293	3.527	17.484
O	-30.574	6.717	18.821
O	-21.353	4.668	17.417
O	-44.903	-5.159	17
O	-37.264	0.392	-3.508
O	-11.521	7.815	-4.384
O	-48.938	2.767	16.428
O	-47.6	-3.06	19.902
O	-32.927	7.703	19.881
O	-12.236	0.576	-3.435
O	-15.043	3.945	-5.374
O	-49.109	8.06	16.226
O	-29.38	-5.144	16.445
O	-41.539	1.493	-6.43
O	-32.194	0.544	19.51
O	-44.411	-4.507	-1.772
O	-39.136	7.99	-5.84
O	-36.004	-2.509	19.215
O	-41.851	-7.283	-3.947
O	-33.246	-3.954	17.538
O	-39.528	4.011	19.044
O	55.076	2.924	19.692
O	-25.873	4.721	-1.638
O	-45.937	2.399	-3.785
O	-40.109	-5.33	19.286
O	-43.41	-8.022	16.247
O	-37.91	-2.506	16.345
O	54.621	-1.354	-3.357
O	-47.56	4.632	17.55
O	-11.691	6.995	-1.766
O	-33.247	-3.804	-1.56
O	63.31	-0.572	19.301
O	-34.821	-7.631	-4.056
O	-39.806	-3.507	17.607
O	-35.208	-2.674	-0.388
O	42.193	-5.607	-5.679
O	-38.082	1.874	19.164
O	31.096	2.483	21.215
O	-30.674	4.363	19.895
O	-40.455	0.286	16.237
O	-34.894	7.886	-0.696
O	-45.06	1.678	-1.555
O	-32.839	5.828	-0.629
O	-46.001	7.994	-0.683
O	-27.66	-2.484	-4.029
O	-41.542	-6.273	17.165
O	-37.199	3.879	17.594
O	-32.382	-0.228	-3.68
O	39.85	-1.041	-3.992
O	-42.991	-6.376	-6.499
O	-39.965	-5.895	-2.826
O	-39.356	-1.126	-2.986
O	-40.188	6.522	19.189
O	-41.951	-1.267	17.487
O	-23.741	-0.017	-6.199
O	-58.419	-1.235	-4.123
O	-47.52	-4.985	-6.481
O	-45.999	-2.833	-0.712
O	-44.496	5.814	19.341
O	-43.694	4.624	-3.672
O	-47.304	2.512	-6.12
O	-5.034	0.625	19.301
O	-49.851	-6.29	-6.113
O	-16.729	6.402	-5.112
O	-53.153	1.847	18.041
O	-13.857	-3.019	20.042
O	-39.643	-3.199	-1.281
O	44.576	-0.549	-2.537
O	-6.441	5.068	19.995
O	-35.206	-5.387	16.617
O	-33.184	4.001	-5.379
O	-27.4	7.93	-2.896
O	-36.971	-1.21	-1.522
O	-35.303	2.9	-0.931
O	-28.737	-4.681	-1.613
O	54.12	-0.195	-0.273
O	-47.646	-6.804	-1.886
O	-15.232	6.31	-3.03
O	-29.875	0.007	16.528
O	-19.004	5.865	-6.16
O	-3.218	-3.527	20.866
O	-31.968	-6.258	-1.033
O	-44.056	-3.053	-4.035
O	-2.969	-7.949	-5.978
O	-33.208	1.352	-1.515
O	42.797	4.873	-5.715
O	-40.703	2.729	-0.667
O	-42.414	4.447	-1.47
O	-37.7	-4.814	-3.425
O	17.169	-4.534	-2.233
O	-37.066	4.682	-1.943
O	44.776	3.67	-4.697
O	-17.263	-1.644	-2.326
O	21.3	-1.32	21.123
O	-25.858	-7.926	18.636
O	40.201	0.818	20.157
O	37.859	7.44	20.373
O	45.761	-1.75	18.201
O	-25.911	-1.713	-2.083
O	41.394	-1.823	20.824
O	-40.762	5.345	16.381
O	-4.766	-5.848	-0.165
O	-25.427	-1.754	17.595
O	-19.526	-5.682	16.492
O	-25.369	-3.77	-3.568
O	-46.474	-5.441	19.309
O	-45.632	4.387	-5.394
O	33.58	3.175	-0.32
O	-20.118	-1.036	17.552
O	-17.611	3.709	-5.901
O	-12.562	-1.408	-5.573
O	-11.425	6.055	19.081
O	-23.345	4.176	19.133
O	-29.576	-4.201	-4.098
O	-26.898	2.903	-3.233
O	-28.659	6.85	17.182
O	-32.816	-5.527	-3.411
O	-19.948	-7.108	-1.974
O	-41.645	-1.864	-1.999
O	-16.664	5.401	-1.049
O	-27.388	-3.074	16.509
O	-30.284	-6.413	-3.024
O	-23.616	-2.748	21.295
O	-23.58	-3.892	-1.655
O	-31.16	3.936	-1.384
O	-59.678	5.575	-3.939
O	-23.762	7.559	17.255
O	-29.307	6.746	-4.282
O	-23.882	-4.877	-6.225
O	-21.375	-5.578	-5.645
O	-14.038	6.31	-5.372
O	-39.955	-3.446	-3.838
O	-31.885	6.165	-6.167
O	-24.154	-4.203	19.209
O	1.79	-5.306	-2.573
O	-10.122	7.06	-6.421
O	-19.824	0.11	-4.1
O	-43.1	-1.538	19.98
O	0.504	3.204	20.327
O	-19.115	5.836	16.537
O	-21.592	-7.691	16.357
O	-19.715	-6.344	20.699
O	-19.712	1.695	-6.175
O	-18.567	-0.457	19.686
O	-36.725	-6.897	-1.764
O	-51.658	7.364	-4.308
O	-61.021	6.412	17.584
O	-24.895	2.398	20.449
O	-22.331	2.286	20.527
O	-32.478	2.74	16.455
O	-7.208	6.932	18.252
O	-17.788	4.805	19.729
O	-28.393	-8.11	19.405
O	-47.828	-1.402	17.601
O	-32.82	5.317	18.731
O	27.113	5.494	-2.751
O	56.645	-6.509	17.514
O	50.346	3.764	-1.106
O	4.107	6.238	21.268
O	63.248	4.063	19.276
O	-15.342	-3.331	-2.598
O	52.123	-7.049	-5.275
O	-17.877	-3.854	17.57
O	15.551	2.058	-5.84
O	-18.822	7.824	-4.164
O	-16.704	4.054	-3.385
O	-39.219	-5.634	-5.365
O	-8.953	-4.226	-5.831
O	-26.939	-7.934	16.058
O	-21.861	-2.633	16.417
O	-35.112	6.211	19.723
O	-30.748	4.556	17.265
O	-56.106	-4.29	17.056
O	59.111	-4.335	21.215
O	-17.532	-4.261	-1.703
O	9.001	-4.336	18.375
O	-18.487	7.81	21.241
O	47.211	6.366	-4.303
O	-18.976	-2.744	-0.317
O	7.124	-3.273	-2.168
O	-9.506	4.418	-1.302
O	51.683	5.095	-2.985
O	-30.036	-8.016	-0.572
O	-24.106	0.39	17.164
O	-4.7	-5.164	19.544
O	-25.966	1.051	-6.059
O	-14.616	4.079	-1.775
O	17.097	7.696	19.636
O	-32.61	-7.732	-5.468
O	-7.839	-2.46	-0.269
O	-34.726	-0.372	-2.527
O	38.588	-2.14	21.195
O	-20.511	1.133	19.046
O	14.66	6.612	-5.046
O	-44.557	-1.663	-6.268
O	-17.619	-3.436	-4.228
O	-26.176	8.001	21.044
O	-24.316	-8.158	-0.876
O	-28.857	1.675	-1.88
O	-32.312	-1.069	-1.294
O	-30.137	-2.642	-0.761
O	-28.888	5.873	21.185
O	63.238	-4.137	20.995
O	0.305	-5.829	20.8
O	-22.765	6.07	-1.428
O	-35.331	-4.878	-2.507
O	-15.551	-4.321	18.634
O	-16.006	-0.3	-6.412
O	1.021	2.785	-5.141
O	-28.224	4.303	19.119
O	-22.626	2.492	17.152
O	-28.781	6.22	-1.645
O	35.586	-3.633	-3.795
O	-7.233	-5.898	18.926
O	64.169	-3.392	-4.329
O	61.283	5.577	18.581
O	-18.851	2.702	-0.903
O	-30.247	-7.311	17.584
O	-15.226	4.976	20.221
O	-27.273	2.038	19.596
O	-11.381	8.049	16.751
O	-27.559	-4.361	-5.874
O	-8.273	-4.302	17.282
O	-41.721	-7.22	19.615
O	34.026	-1.796	-4.821
O	-9.02	-6.206	-1.257
O	-4.106	-1.29	17.832
O	-17.018	0.903	-1.746
O	62.553	-0.165	-6.338
O	-24.379	2.818	-0.734
O	5.197	2.311	20.508
O	-6.161	4.487	-2.869
O	-9.207	-1.405	17.732
O	-20.793	4.316	-1.814
O	-28.667	-3.703	19.639
O	16.904	-1.62	-3.283
O	-24.339	6.682	-5.091
O	-27.229	0.05	-0.778
O	-58.408	1.089	-5.485
O	56.995	-0.87	-2.303
O	-7.774	8.103	-0.208
O	-11.999	0.918	17.961
O	-23.325	-5.454	-3.75
O	2.769	4.722	-5.813
O	-3.24	5.903	20.39
O	-18.133	7.429	-1.657
O	-21.611	-5.411	-0.842
O	-23.284	-7.336	-5.634
O	-15.997	-1.955	17.505
O	38.55	-3.243	-4.545
O	-53.276	-0.958	-1.633
O	-0.986	-2.434	19.93
O	-11.565	-4.633	-0.981
O	40.403	-7.342	-6.418
O	-10.921	4.064	17.365
O	-4.181	3.895	-6.455
O	-12.399	-0.865	19.906
O	-6.619	4.637	-5.447
O	-23.368	-1.052	19.303
O	-12.701	-7.811	21.132
O	-5.758	2.884	17.001
O	-8.552	3.838	-3.735
O	-28.427	3.545	-6.368
O	-11.205	-2.771	16.79
O	-21.237	-0.427	-6.356
O	-3.414	3.933	-3.912
O	-54.029	-2.439	-3.684
O	-0.05	5.749	20.378
O	-6.244	-1.51	-2.18
O	-9.839	-1.453	-1.54
O	4.203	-1.269	-5.03
O	-11.471	-3.262	20.861
O	59.983	2.363	-6.218
O	-4.668	0.536	-2.94
O	-19.552	-3.769	-6.131
O	-14.835	-5.703	-1.275
O	-29.482	-2.664	-6.154
O	-12.702	4.132	-6.304
O	31.669	-2.888	-5.613
O	-29.402	3.799	-3.265
O	21.445	-6.663	-4.726
O	-15.623	-5.513	-3.717
O	-2.306	6.539	18.058
O	-5.107	-7.039	17.764
O	59.139	4.661	-5.75
O	-0.74	-6.236	-5.038
O	0.576	-2.06	17.98
O	-39.446	5.446	-6.453
O	-13.528	-5.666	19.802
O	38.114	-7.151	-5.214
O	-3.013	-6.726	-3.69
O	-47.531	-1.315	-2.015
O	-16.672	2.605	16.6
O	-25.514	-1.307	-4.693
O	0.265	6.82	-4.926
O	-5.72	-7.423	20.296
O	59.452	-6.54	-5.774
O	-43.867	7.525	-4.668
O	2.953	-0.375	-3.036
O	49.098	1.014	-2.44
O	-0.303	-4.556	18.557
O	-20.008	-2.41	-3.995
O	-48.449	-7.991	21.02
O	50.431	-2.816	20.199
O	37.762	5.757	-2.843
O	2.64	2.016	21.174
O	32.899	1.197	-1.993
O	-18.424	0.933	17.466
O	-25.27	-5.918	-1.903
O	52.173	-1.886	-4.045
O	-43.622	2.733	-5.612
O	-6.041	-2.791	16.921
O	-0.848	2.272	-3.354
O	23.381	5.237	-2.911
O	32.797	-2.473	20.521
O	-3.003	-0.62	-4.528
O	33.573	-5.425	-3.609
O	-0.824	-8.087	-3.103
O	-27.146	5.473	-3.725
O	-35.793	-7.639	20.138
O	-2.288	-2.749	-0.121
O	-9.509	8.08	-2.832
O	-21.904	1.523	-4.549
O	11.934	5.007	-6.429
O	-11.173	1.092	-1.14
O	-7.362	1.367	18.149
O	23.767	2.596	-2.181
O	-51.307	-5.91	-3.944
O	0.51	4.336	-0.749
O	30.187	5.611	-2.502
O	-15.294	-7.843	-4.604
O	-9.518	-6.622	17.738
O	46.965	7.316	-0.87
O	-3.694	1.712	-5.174
O	61.348	1.444	-2.597
O	-9.646	-4.769	19.491
O	25.411	0.676	18.343
O	-1.061	-1.731	-5.569
O	38.752	1.365	-4.31
O	-10.014	0.124	19.624
O	-8.393	-5.974	-3.83
O	-8.234	-3.118	-2.778
O	-37.648	6.991	19.463
O	-42.838	7.139	20.821
O	61.056	-0.537	-4.237
O	13.381	5.42	17.175
O	-12.002	1.77	20.373
O	-6.009	6.426	-1.07
O	-20	3.501	20.12
O	53.535	4.132	17.919
O	-2.273	-6.008	20.432
O	-10.391	5.606	-3.48
O	12.275	-6.646	-2.73
O	61.014	6.524	-5.641
O	-28.829	1.659	-4.557
O	-3.203	-5.337	17.017
O	40.565	-3.256	-2.77
O	-4.672	6.354	-5.796
O	-4.023	-0.961	-0.922
O	-2.634	2.761	0.073
O	-33.177	-1.68	18.72
O	-44.202	-7.879	19.043
O	64.967	-5.883	20.089
O	6.983	-3.362	20.803
O	54.089	-2.268	-5.752
O	47.174	-5.057	-5.754
O	4.87	-4.163	-0.945
O	28.439	-2.81	20.181
O	-45.331	6.847	17.15
O	35.079	6.287	-2.814
O	-1.051	1.024	-0.948
O	46.685	5.532	16.985
O	-7.812	2.686	-0.303
O	17.976	1.624	-5.094
O	58.126	-2.505	-5.292
O	6.541	-1.052	-5.937
O	-4.541	4.262	-0.853
O	-13.172	2.593	-0.385
O	-10.89	-5.996	-3.073
O	-6.586	2.284	-4.42
O	15.263	2.438	-2.609
O	-5.34	-7.327	-5.029
O	-38.654	6.638	-1.574
O	28.603	3.347	21.276
O	-27.071	-5.947	19.973
O	67.379	7.515	20.475
O	-8.699	5.397	16.851
O	-60.454	2.961	18.944
O	-0.819	6.626	-0.611
O	-45.413	-6.989	-5.889
O	9.382	6.406	21.274
O	33.613	-4.567	19.195
O	7.593	-4.811	-5.001
O	-27.704	-5.933	-3.576
O	-49.086	7.999	-3.525
O	-9.565	-1.411	-4.254
O	-48.316	5.837	19.957
O	65.872	4.863	-3.982
O	-59.52	-3.579	-6.299
O	56.826	7.813	19.241
O	-29.921	0.805	20.847
O	14.852	7.919	21.079
O	-58.673	-5.914	20.602
O	-33.17	1.373	-5.537
O	55.132	-5.776	-1.532
O	28.447	7.524	-1.899
O	22.849	7.425	-4.457
O	-23.146	4.602	-6.159
O	-28.493	2.143	17.356
O	36.94	2.415	18.193
O	62.84	-7.162	19.242
O	-40.631	-0.89	-6.028
O	42.407	7.573	18.163
O	63.396	1.66	20.578
O	3.385	-7.559	20.682
O	50.441	0.243	-4.56
O	-6.193	-4.089	-1.356
O	12.829	-7.541	-0.385
O	-15.099	-7.78	20.202
O	16.728	3.837	-4.358
O	59.573	-1.67	21.302
O	50.805	-2.03	17.749
O	4.04	-2.595	20.409
O	61.959	-2.654	-5.433
O	44.701	-5.667	-5.559
O	31.704	6.956	20.725
O	12.858	1.728	-5.44
O	8.15	-7.848	20.333
O	-20.547	6.763	-2.6
O	-17.503	-7.026	19.353
O	-3.947	6.067	-2.633
O	-14.995	-0.718	-1.264
O	49.403	-6.889	-0.994
O	-3.081	-0.926	20.221
O	-55.16	2.111	-4.655
O	-12.861	3.852	18.995
O	-39.502	-7.574	18.227
O	-52.893	-4.354	-2.491
O	-33.991	-1.168	-5.563

Results
total energy: -751519.079 eV
total energy less fixed offsets of O -438.25, Si -107.07 eV per atom: 34.201 eV

Forces (eV/angstrom) on atoms 1166 to 1482 of the 3456, counted in the order above; the others are left out for length: element, x, y, z
Si	-0.002	0.007	-0.006
Si	-0.006	0.028	0.002
Si	0.017	-0.01	-0.004
Si	0.022	0.005	0.008
Si	-0.022	-0.006	0.002
Si	-0.009	0.016	0.017
Si	0.006	0.015	-0.029
Si	-0.001	-0.007	-0.015
Si	-0.006	-0.008	0.022
Si	-0.006	0.011	-0.007
Si	0.007	0.014	0.004
Si	0.018	-0.011	-0.025
Si	-0.006	-0.028	-0.01
Si	-0.015	0.014	-0.002
Si	-0.033	-0.001	-0.025
Si	0.01	-0.027	-0.036
Si	0.015	-0.002	0.018
Si	0.013	-0.014	-0.018
Si	-0.023	-0.006	0.025
Si	-0.008	-0.023	0.013
Si	-0.023	0.012	0
Si	-0.003	-0.007	0.024
Si	0.014	0.009	-0.016
Si	0.01	-0.005	-0.028
Si	0.003	-0.006	0.006
Si	0.004	0.006	-0.017
Si	0.022	-0.019	-0.032
Si	0.018	-0.034	-0.009
Si	0.002	0.026	-0.015
Si	-0.029	-0.012	-0.022
Si	-0.025	0.015	-0.038
Si	0.007	-0.012	-0.039
Si	0.039	0.02	-0.003
Si	0.002	0.023	-0.006
Si	0.025	-0.015	-0.03
Si	-0.009	0.053	-0.005
Si	-0.004	-0.012	-0.036
Si	0.032	-0.032	-0.019
Si	-0.029	0.02	-0.007
Si	-0.004	-0.003	-0.041
Si	-0.01	-0.01	0.004
Si	0.009	0.026	0.041
Si	-0.026	-0.017	0.06
Si	0.032	-0.044	0.04
Si	-0.017	0.01	0.043
Si	-0.027	0.02	0.077
Si	-0.026	0.005	0.073
Si	0.031	0.009	0.054
Si	-0.02	0.048	0.051
Si	0.003	-0.005	0.066
Si	-0.005	-0.018	0.068
Si	0.021	-0.036	0.023
Si	-0.03	-0.012	0.039
Si	-0.005	-0.005	0.012
Si	0.018	0.016	0.046
Si	0.04	-0.013	0.043
Si	-0.007	0.052	0.047
Si	-0.018	0.033	0.091
Si	-0.02	0.008	0.05
Si	-0.252	-0.332	-0.724
Si	0.199	0.193	-0.749
Si	0.316	0.163	-0.685
Si	-0.06	-0.195	-0.722
Si	0.037	0.022	-0.619
Si	-0.24	-0.029	-0.608
Si	0.172	0.246	-0.737
Si	0.302	0.078	-0.63
Si	-0.193	-0.13	-0.701
Si	-0.026	0.216	-0.689
Si	0.193	0.116	-0.64
Si	-0.188	-0.422	-0.649
Si	0.284	0.12	-0.634
Si	-0.278	-0.054	-0.692
Si	-0.146	-0.354	-0.731
Si	0.234	0.091	-0.733
Si	-0.303	-0.285	-0.678
Si	0.119	0.217	-0.759
Si	-0.048	-0.061	0.105
Si	0.122	-0.047	0.008
Si	0.015	-0.082	0.05
Si	-0.116	0.084	-0.134
Si	-0.094	0.08	-0.019
Si	-0.097	0.009	-0.035
Si	0.132	0.157	0.155
Si	-0.102	-0.126	-0.129
Si	0.097	-0.027	0.067
Si	0.084	-0.109	0.004
Si	0.084	-0.083	-0.049
Si	0.118	-0.124	-0.08
Si	-0.089	-0.041	0.023
Si	0.035	0.028	-0.215
Si	0.06	0.092	0.11
Si	-0.035	-0.008	0.024
Si	0.092	0.094	-0.053
Si	-0.06	0.028	0.061
Si	0.026	0.047	-0.242
Si	-0.12	-0.013	-0.004
Si	-0.008	0.057	0.083
Si	-0.002	0.047	0.048
Si	-0.035	-0.09	0.141
Si	-0.042	0.046	-0.117
Si	-0.072	0.054	-0.017
Si	0.035	-0.023	0.033
Si	0.029	-0.255	0.101
Si	-0.193	0.005	-0.081
Si	0.121	-0.008	-0.096
Si	-0.144	0.013	-0.098
Si	-0.015	-0.123	0.02
Si	-0.192	-0.017	0.02
Si	0.038	0.067	0.052
Si	0.088	0.035	-0.064
Si	-0.03	0.033	0.007
Si	-0.039	-0.041	-0.066
Si	-0.032	-0.014	0.101
Si	-0.145	0.039	-0.288
Si	-0.072	-0.062	-0.11
Si	-0.017	-0.039	-0.023
Si	0.063	0.093	-0.12
Si	0.048	-0.123	0.173
Si	0.03	-0.134	-0.119
Si	-0.022	0.088	0.025
Si	0.007	0.021	-0.196
Si	0.004	-0.006	-0.104
Si	-0.019	-0.112	-0.012
Si	0.006	-0.056	0.083
Si	-0.129	0.14	0.11
Si	-0.014	0.013	0.019
Si	0.047	-0.08	0.083
Si	-0.02	-0.077	0.076
Si	0.157	0.118	-0.138
Si	-0.001	0.035	-0.016
Si	0.032	0.225	0.61
Si	-0.202	0.261	0.743
Si	0.043	0.021	0.709
Si	0.294	-0.033	0.601
Si	-0.005	0.069	0.706
Si	0.2	-0.035	0.702
Si	0.315	-0.267	0.72
Si	0.131	-0.333	0.665
Si	-0.261	0.054	0.732
Si	0.13	0.013	0.679
Si	-0.422	0.091	0.679
Si	-0.088	0.194	0.723
Si	-0.311	0.26	0.613
Si	0.149	-0.155	0.674
Si	-0.104	0.161	0.68
Si	-0.094	0.234	0.741
Si	0.234	-0.272	0.706
Si	0.428	-0.312	0.667
Si	0.007	-0.025	-0.033
Si	0.003	-0.019	-0.052
Si	0.02	-0.017	-0.063
Si	0.052	0.031	-0.025
Si	0.012	-0.001	-0.05
Si	-0.012	0.006	-0.065
Si	-0.017	0.01	-0.029
Si	0.009	0.013	-0.023
Si	0.025	0.027	-0.03
Si	0	0.021	-0.043
Si	0.021	-0.008	-0.048
Si	0.023	-0.004	-0.047
Si	0.012	0.021	-0.044
Si	-0.023	0.004	-0.029
Si	0.016	-0.034	-0.045
Si	0.009	-0.009	-0.059
Si	-0.042	-0.022	-0.05
Si	-0.02	-0.012	-0.065
Si	-0.016	-0.018	0.004
Si	0.019	-0.004	-0.009
Si	0.005	-0.012	0.066
Si	0.006	-0.046	0.005
Si	0	-0.024	0.019
Si	0.009	-0.005	0.007
Si	-0.003	-0.026	0.026
Si	-0.012	-0.03	0.004
Si	-0.017	0.059	-0.007
Si	0.023	-0.011	0.017
Si	-0.02	0.018	-0.014
Si	-0.008	0.025	-0.011
Si	0.017	-0.008	0.021
Si	-0.017	-0.005	0.038
Si	0.004	0.009	0.015
Si	0.017	0.005	0.001
Si	0.002	-0.003	0.031
Si	0.004	-0.007	0.02
Si	0.005	0.025	0.007
Si	-0.005	0.023	0.023
Si	-0.011	-0.001	-0.008
Si	-0.009	0.034	-0.021
Si	0.006	0.032	0.017
Si	0.016	0.02	0.004
Si	0.003	0.012	-0.014
Si	-0.013	-0.01	-0.019
Si	-0.019	0.028	-0.003
Si	0.006	-0.018	-0.011
Si	-0.008	-0.015	0.007
Si	-0.003	-0.019	0.017
Si	0.017	-0.005	0.004
Si	0.008	0.024	-0.013
Si	0.008	-0.004	0.018
Si	-0.018	0.012	0.001
Si	-0.006	-0.009	0
Si	-0.005	0.005	0
Si	0.008	-0.019	0.008
Si	0.002	-0.015	-0.015
Si	0	-0.003	0.018
Si	0	-0.03	0.009
Si	-0.011	-0.011	0.009
Si	-0.004	-0.005	-0.014
Si	0.028	-0.016	-0.007
Si	0.007	-0.014	0.016
Si	-0.009	-0.025	-0.002
Si	-0.024	0.031	-0.004
Si	-0.018	-0.021	-0.012
Si	0.001	0.007	-0.022
Si	0.01	-0.005	0.009
Si	-0.005	-0.008	0.004
Si	-0.023	0.014	0.002
Si	-0.006	0.03	-0.018
Si	0.014	0.015	-0.03
Si	0.02	-0.007	-0.004
Si	-0.017	0.003	-0.004
Si	0.026	-0.01	0.016
Si	0.003	0.02	0.014
Si	0.037	0.032	-0.005
Si	0.008	0.019	0.022
Si	-0.003	0.021	0.002
Si	-0.006	-0.013	0.015
Si	-0.022	0.027	0.007
Si	0.018	0.004	0.01
Si	0.005	-0.012	0.01
Si	0.01	-0.008	-0.04
Si	-0.048	-0.02	0.031
Si	-0.025	0.003	0.033
Si	0.038	0	0.015
Si	0.009	-0.029	0.006
Si	-0.003	0.004	0.01
Si	-0.014	-0.002	-0.002
Si	0.01	-0.039	0.01
Si	-0.018	-0.003	-0.037
Si	0.03	0.012	0.011
Si	-0.004	-0.016	0.014
Si	0.01	-0.005	-0.037
Si	-0.023	-0.038	-0.009
Si	0.026	0.041	-0.037
Si	-0.045	-0.037	-0.032
Si	0.024	-0.009	0.006
Si	-0.032	0	-0.016
Si	-0.021	0.043	-0.028
Si	0.017	0	-0.048
Si	-0.018	-0.006	-0.011
Si	0.032	0.003	0
Si	-0.021	-0.007	-0.008
Si	0	0.039	-0.056
Si	0.028	0.027	-0.055
Si	0.036	0.001	-0.059
Si	-0.012	0.027	0.004
Si	0.016	0.008	0.075
Si	0.002	-0.018	0.058
Si	-0.027	-0.018	0.069
Si	-0.057	0.029	0.05
Si	0.036	-0.015	0
Si	0.01	0.023	0.067
Si	0.039	-0.018	0.047
Si	0.003	0.032	0.067
Si	0.029	-0.049	0.045
Si	0.002	-0.04	0.036
Si	0.006	0.012	0.053
Si	0.062	0.026	0.011
Si	-0.005	-0.038	0.062
Si	-0.024	0.049	0.046
Si	-0.063	-0.025	-0.009
Si	0.008	0	0.009
Si	-0.056	0.018	0.081
Si	-0.002	-0.053	0.069
Si	-0.152	0.022	-0.73
Si	0.268	-0.012	-0.706
Si	0.055	0.149	-0.744
Si	-0.106	-0.252	-0.681
Si	-0.377	-0.101	-0.628
Si	-0.007	0.032	-0.581
Si	0.064	0.285	-0.721
Si	0.142	-0.038	-0.784
Si	-0.251	0.081	-0.696
Si	-0.068	-0.232	-0.622
Si	0.103	0.261	-0.66
Si	-0.426	-0.059	-0.696
Si	0.236	0.189	-0.739
Si	-0.242	-0.088	-0.813
Si	-0.017	-0.301	-0.683
Si	-0.048	-0.119	-0.568
Si	0.072	0.007	-0.517
Si	0.204	0.073	-0.776
Si	-0.067	-0.118	-0.052
Si	-0.027	-0.143	0.127
Si	-0.013	0.062	0.071
Si	0.024	0.091	0.023
Si	0.064	0.032	-0.169
Si	-0.089	0.019	-0.058
Si	0.001	-0.013	0.066
Si	-0.012	0.065	0.01
Si	0.13	0.018	-0.115
Si	0.001	0.089	-0.037
Si	-0.134	-0.015	0.038
Si	-0.016	-0.012	-0.176
Si	0.099	-0.059	-0.13
Si	-0.038	0.067	-0.068
Si	-0.154	0.018	-0.024
Si	0.152	0.022	-0.098
Si	0.083	-0.031	0.077
Si	-0.07	-0.06	-0.134
Si	0.052	-0.025	-0.051
Si	-0.057	-0.018	0.17
Si	-0.053	0.016	0.09
Si	-0.075	-0.119	-0.023
Si	-0.037	-0.009	-0.025
Si	0.101	0.05	-0.055
